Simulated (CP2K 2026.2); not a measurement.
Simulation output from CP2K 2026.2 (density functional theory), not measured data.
Periodic cell of 2016 atoms, Si1440O576, from a study of silicon, its oxide and their interface. The atomic structure is a simulated model.
Doubt: the forces sum to 2.54 eV/angstrom along one axis rather than to zero, so they err by at least 0.0013 eV/angstrom per atom on average; the grid cutoff is modest.

Settings
functional: PBE
method: Gaussian and plane waves
basis set: DZVP-MOLOPT-SR-GTH
pseudopotentials: GTH-PBE
grid cutoff: 350 Ry, relative cutoff 50 Ry
k points: Gamma only
occupations: fixed
spin: none
net charge: 0

Cell vectors (angstrom)
a 65.28 0 0
b 0 16.32 0
c 7.5831 2.5571 33.369

Atoms and the computed forces on them: element, x, y, z (angstrom), force x, y, z (eV/angstrom)
Si 1.536 14.574 0.293 -0.164 0.163 0.781
Si 3.792 1.489 0.241 0.183 -0.16 0.753
Si 1.581 3.732 0.199 -0.177 0.236 0.719
Si 4.279 6.464 0.1 -0.115 0.144 0.725
Si 0.975 9.743 0.23 0.149 -0.113 0.729
Si 3.838 12.436 0.257 0.178 -0.234 0.746
Si 6.932 14.75 0.26 -0.155 0.149 0.771
Si 9.659 1.056 0.016 -0.064 0.186 0.773
Si 6.464 4.215 0.132 0.166 -0.097 0.732
Si 9.177 7.072 0.169 0.124 -0.157 0.743
Si 7.002 9.289 0.336 -0.108 0.011 0.755
Si 58.255 12.6 0.166 0.288 -0.324 0.726
Si 61.073 15.279 0.344 0.032 -0.176 0.72
Si 63.706 1.634 0.437 0.046 -0.073 0.671
Si 61.517 3.813 0.419 -0.117 0.045 0.719
Si 63.585 6.831 0.255 0.333 -0.117 0.668
Si 61.386 9.096 0.26 -0.19 0.24 0.677
Si 63.969 11.888 0.274 -0.055 0.229 0.737
Si 2.639 16.241 1.538 -0.004 -0.002 -0.04
Si 5.361 2.679 1.517 -0.013 0.018 -0.042
Si 2.7 5.374 1.46 0.011 0 -0.091
Si 5.368 8.07 1.457 -0.004 -0.017 -0.058
Si 2.647 10.827 1.487 -0.017 0.009 -0.048
Si 5.391 13.582 1.573 -0.011 0.008 -0.029
Si 8.152 16.308 1.482 0.021 0.005 -0.045
Si 59.985 2.667 1.761 -0.003 0.009 -0.047
Si 8.051 5.42 1.399 -0.029 0.012 -0.041
Si 59.807 7.973 1.532 -0.034 -0.002 -0.035
Si 8.129 10.878 1.585 -0.003 -0.001 -0.047
Si 59.887 13.619 1.506 0.017 0.007 -0.063
Si 62.571 16.378 1.723 -0.011 0.003 -0.065
Si 65.301 2.753 1.666 0.02 0.012 -0.055
Si 62.583 5.37 1.752 0.014 -0.012 -0.056
Si 65.212 8.055 1.481 -0.031 0.018 -0.061
Si 62.462 10.728 1.581 -0.005 -0.008 -0.062
Si 65.181 13.485 1.553 -0.011 -0.026 -0.06
Si 1.326 1.286 2.938 -0.001 0.003 0.041
Si 4.031 4.045 2.893 0.002 0.004 0.039
Si 1.356 6.759 2.828 0.011 -0.019 0.004
Si 4.026 9.459 2.809 0.031 0.024 0.007
Si 1.309 12.167 2.913 -0.007 -0.013 0.035
Si 4.046 14.954 2.912 -0.001 0.009 0.021
Si 6.779 1.348 2.819 -0.009 -0.016 -0.001
Si 9.456 4.063 2.701 0.023 0.005 -0.015
Si 6.744 6.759 2.84 -0.001 -0.003 0.05
Si 9.559 9.558 2.852 -0.01 -0.027 0.036
Si 6.732 12.209 2.907 0.013 -0.013 0.026
Si 58.487 14.941 2.895 0.015 0.008 0.025
Si 61.281 1.356 3.153 -0.009 -0.02 0.05
Si 64.006 4.095 3.064 -0.005 -0.02 0.033
Si 61.14 6.709 2.996 -0.002 0.003 0.023
Si 63.868 9.391 2.92 0.017 -0.007 0.032
Si 61.178 12.198 2.877 -0.006 0.015 0.006
Si 63.921 14.909 2.931 0.024 0.008 0.014
Si 65.267 16.262 4.306 -0.006 0.017 0.005
Si 2.698 2.677 4.261 -0.004 0.021 -0.014
Si 65.348 5.473 4.332 -0.003 0.009 0.008
Si 2.695 8.124 4.204 -0.004 -0.018 0.002
Si 65.238 10.794 4.258 0.007 -0.007 -0.022
Si 2.683 13.563 4.242 -0.022 0 -0.013
Si 5.43 16.325 4.217 -0.01 -0.002 0.001
Si 8.137 2.733 4.137 -0.007 0.015 -0.001
Si 5.407 5.417 4.227 -0.014 0.007 -0.01
Si 8.138 8.163 4.144 -0.012 -0.004 -0.022
Si 5.373 10.823 4.204 -0.015 0.008 0.004
Si 8.131 13.6 4.184 0.009 0.017 -0.008
Si 59.833 16.265 4.33 -0.02 0.011 -0.03
Si 62.644 2.733 4.419 -0.001 0 -0.001
Si 59.807 5.377 4.345 0.011 -0.003 0.022
Si 62.52 8.091 4.312 0.013 0.003 -0.001
Si 59.86 10.844 4.268 0.008 -0.028 0.001
Si 62.546 13.544 4.254 -0.009 -0.008 0.008
Si 66.664 14.951 16.495 -0.002 0.007 -0.002
Si 4.085 1.404 16.48 0.021 -0.004 0.002
Si 66.662 4.06 16.499 -0.001 -0.016 0.005
Si 4.159 6.863 16.509 0.012 0.001 0.011
Si 66.703 9.53 16.514 -0.013 0.015 0.012
Si 4.11 12.272 16.525 0.002 -0.006 0.002
Si 6.847 14.964 16.4 0.007 -0.021 -0.023
Si 58.446 1.32 16.459 -0.014 0.005 -0.003
Si 6.834 4.147 16.439 -0.002 -0.018 -0.014
Si 58.406 6.722 16.404 -0.03 0.002 -0.018
Si 6.892 9.604 16.471 0.015 -0.007 -0.003
Si 58.42 12.216 16.388 0.018 -0.002 -0.024
Si 61.191 14.927 16.477 0.003 0.004 -0.002
Si 63.942 1.315 16.5 0 0.01 0.003
Si 61.154 4.016 16.444 -0.014 0.006 -0.003
Si 63.936 6.786 16.489 -0.01 -0.006 0.005
Si 61.195 9.473 16.404 0 0.015 -0.008
Si 63.921 12.224 16.458 -0.003 -0.001 -0.014
Si 68.029 16.324 17.849 -0.015 0.018 -0.013
Si 5.431 2.818 17.816 -0.01 0.01 0.001
Si 68.036 5.47 17.806 0.023 0.007 -0.03
Si 5.544 8.272 17.859 -0.008 -0.005 0.008
Si 68.025 10.917 17.921 0.025 0.016 0.011
Si 5.524 13.637 17.844 0.012 0.04 -0.027
Si 8.225 16.345 17.68 0.005 0.021 -0.009
Si 59.778 2.691 17.847 0.004 0.029 0.014
Si 8.22 5.552 17.738 -0.031 0.006 -0.007
Si 59.762 8.129 17.69 0.021 -0.014 -0.014
Si 8.249 10.952 17.876 0.001 -0.007 -0.009
Si 59.786 13.536 17.763 -0.027 -0.004 0.009
Si 62.557 16.284 17.859 -0.009 -0.015 -0.026
Si 65.332 2.649 17.875 0.004 -0.005 0.025
Si 62.507 5.398 17.761 0.014 0.004 -0.011
Si 65.346 8.139 17.85 -0.001 -0.018 -0.024
Si 62.568 10.816 17.767 0.006 -0.004 -0.004
Si 65.277 13.58 17.83 -0.008 -0.038 -0.011
Si 66.698 17.601 19.316 -0.028 0.007 -0.013
Si 69.348 4.191 19.245 0.012 -0.008 0.001
Si 66.731 6.792 19.23 -0.017 0.013 -0.005
Si 69.473 9.615 19.279 0.011 0.025 -0.03
Si 66.585 12.261 19.268 -0.01 -0.003 0.012
Si 69.436 15.001 19.19 0.015 0.008 -0.003
Si 6.824 17.679 18.996 -0.034 -0.043 -0.036
Si 58.432 4.023 19.283 -0.021 0.007 0.013
Si 6.936 6.909 19.188 -0.016 -0.002 -0.006
Si 58.387 9.495 19.006 0.033 0.014 -0.019
Si 6.854 12.291 19.253 -0.002 -0.012 0.017
Si 9.616 15.09 19.096 0.004 0.013 0.014
Si 61.146 17.633 19.181 -0.008 -0.003 0.003
Si 63.885 4.041 19.097 0.01 0.005 -0.031
Si 61.064 6.752 19.044 0.006 -0.015 -0.023
Si 63.96 9.501 19.151 0.007 0.011 -0.012
Si 61.124 12.115 19.072 -0.034 -0.014 -0.043
Si 63.915 14.898 19.212 0.009 0.032 -0.009
Si 65.256 16.189 20.672 0.003 0.003 0.021
Si 68.044 2.758 20.664 -0.006 -0.003 0.046
Si 65.276 5.386 20.443 -0.018 -0.005 0.059
Si 68.124 8.179 20.592 0.027 -0.025 0.045
Si 65.229 10.838 20.664 -0.006 0.018 0.03
Si 68.052 13.655 20.522 0.003 -0.024 0.031
Si 5.47 16.441 20.53 -0.016 0.038 0.032
Si 8.269 2.788 20.128 -0.003 0.024 0.028
Si 5.454 5.658 20.549 -0.034 0.036 0.026
Si 8.37 8.212 20.586 0.034 -0.012 0.017
Si 5.524 11.003 20.757 -0.04 0.015 0.037
Si 8.248 13.692 20.502 0 0.026 0.053
Si 59.807 16.212 20.498 -0.014 -0.015 0.056
Si 62.515 2.699 20.487 0.024 0.004 0.03
Si 59.793 5.511 20.599 -0.046 0.021 0.046
Si 62.487 8.079 20.287 0.002 -0.005 0.055
Si 59.733 10.752 20.439 0.018 -0.015 0.071
Si 62.482 13.474 20.411 -0.014 -0.001 0.05
Si 66.837 15.012 22.023 -0.143 -0.003 -0.593
Si 69.873 1.866 21.902 -0.391 -0.312 -0.669
Si 66.234 3.757 21.822 0.223 0.089 -0.728
Si 69.761 7.275 22.061 -0.194 -0.34 -0.665
Si 66.89 9.653 21.89 -0.28 -0.129 -0.613
Si 68.992 12.055 21.996 0.371 0.149 -0.662
Si 7.08 15.3 21.751 -0.252 -0.303 -0.553
Si 58.248 17.265 21.887 0.096 0.291 -0.658
Si 6.836 4.037 21.388 -0.041 0.147 -0.652
Si 57.974 6.663 21.685 0.468 0.32 -0.53
Si 6.846 9.408 21.909 0.054 0.14 -0.616
Si 10.044 12.795 21.742 -0.492 -0.604 -0.454
Si 60.956 14.582 21.755 0.077 0.2 -0.761
Si 64.019 17.819 21.825 -0.147 -0.185 -0.669
Si 61.469 4.347 21.794 -0.23 -0.122 -0.657
Si 63.664 6.587 21.602 0.124 0.086 -0.654
Si 61.272 9.493 21.669 -0.175 -0.177 -0.617
Si 63.414 11.867 21.812 0.339 0.188 -0.64
Si 13.089 2.67 31.359 0.026 0.11 0.019
Si 69.248 2.252 24.935 0.05 0.011 -0.108
Si 6.478 15.755 27.519 0.096 -0.06 0.014
Si 67.487 16.228 24.568 0.106 0.064 -0.074
Si 67.583 9.115 26.689 0.237 0.104 0.005
Si 8.537 11.239 30.763 0.194 -0.047 0.045
Si 8.14 6.431 30.602 0.11 -0.038 0.228
Si 64.988 2.628 26.697 -0.02 0.062 0.089
Si 67.555 8.024 31.531 -0.101 -0.017 0.015
Si 9.455 12.936 24.862 -0.065 0.048 -0.035
Si 6.64 6.536 25.642 0.021 -0.037 0.108
Si 8.105 10.176 24.727 -0.029 -0.007 -0.15
Si 71.738 8.907 30.69 -0.049 -0.026 0.143
Si 67.778 13.446 24.265 -0.059 -0.003 -0.188
Si 11.815 18.178 28.729 -0.098 -0.093 0.003
Si 60.852 4.783 24.53 -0.028 -0.06 0.006
Si 13.231 11.498 29.568 0.112 0.017 0.094
Si 63.413 7.788 26.133 -0.053 -0.063 0.048
Si 66.001 16.655 28.359 -0.106 0.077 -0.025
Si 64.928 8.527 23.828 0.065 -0.042 -0.024
Si 58.484 3.382 25.867 0.014 0.021 -0.084
Si 68.06 11.06 30.888 -0.005 0.05 0.125
Si 67.094 5.552 29.653 0.102 0.049 0.215
Si 13.227 13.703 31.474 0.057 0.018 0.101
Si 64.603 16.286 25.847 0.005 -0.046 0.063
Si 7.214 15.167 24.714 0.033 -0.05 -0.134
Si 69.016 16.703 28.884 0.035 0.006 0.065
Si 7.852 17.42 30.802 0.044 -0.094 0.041
Si 9.337 17.348 24.506 0.036 0.064 -0.121
Si 57.081 9.466 26.451 -0.036 0.061 -0.07
Si 6.857 10.753 27.113 0.056 -0.093 0.04
Si 62.84 4.864 26.814 0.03 0.064 -0.041
Si 71.237 3.739 26.739 -0.015 -0.065 0.079
Si 10.494 7.011 28.865 -0.062 0.028 0.026
Si 70.272 16.248 31.499 0.03 -0.048 0.124
Si 11.678 4.601 27.471 -0.023 0.026 -0.133
Si 69.696 10.152 28.797 0.006 -0.099 0.014
Si 72.024 3.697 30.957 0.108 0.029 0.078
Si 62.381 16.216 24.034 -0.013 -0.022 -0.109
Si 63.672 11.34 24.567 -0.05 0.032 -0.037
Si 62.163 10.355 26.812 0.097 -0.144 -0.109
Si 15.264 4.871 31.242 -0.045 -0.065 0.151
Si 66.124 11.73 26.298 -0.035 0.082 -0.045
Si 8.473 5.453 23.694 0.01 -0.024 -0.016
Si 11.055 9.556 30.49 -0.107 0.039 0.14
Si 10.563 14.251 27.362 0.008 -0.02 -0.039
Si 15.912 14.482 30.548 -0.012 -0.125 0.204
Si 69.312 7.469 25.095 -0.107 -0.037 -0.138
Si 9.106 16.791 28.297 0.003 -0.084 0.036
Si 69.469 3.479 29.38 -0.039 0.085 -0.14
Si 66.891 4.148 24.791 -0.01 -0.046 0.032
Si 65.626 12.187 29.346 -0.041 -0.011 0.001
Si 67.239 6.291 26.717 0.1 0.044 -0.063
Si 8.52 8.305 26.922 -0.029 0.065 -0.022
Si 1.362 14.918 5.636 0.008 -0.007 0.009
Si 4.086 1.35 5.602 -0.001 -0.002 0.009
Si 1.386 4.055 5.648 0.01 -0.015 0.017
Si 4.062 6.787 5.58 0 0.003 0.013
Si 1.35 9.471 5.602 -0.005 -0.01 0.006
Si 4.053 12.206 5.579 0.002 -0.008 0.011
Si 6.793 14.964 5.554 0.002 -0.018 0.006
Si 9.518 1.364 5.457 0 -0.015 -0.003
Si 6.794 4.07 5.548 -0.003 -0.013 0.004
Si 9.491 6.797 5.489 0.007 -0.007 0.008
Si 6.782 9.502 5.535 0.007 0.001 0.005
Si 9.519 12.263 5.51 -0.008 -0.012 0.015
Si 61.199 14.892 5.646 0.016 0.002 0.002
Si 63.958 1.31 5.705 0.018 0.005 0.014
Si 61.207 4.061 5.7 -0.001 -0.008 0.011
Si 63.925 6.781 5.665 -0.005 -0.002 0.013
Si 61.206 9.497 5.65 -0.008 -0.002 0.003
Si 63.909 12.189 5.616 0 0.003 -0.002
Si 2.73 16.302 6.964 -0.006 0.002 -0.002
Si 5.446 2.725 6.936 0.003 0.007 0
Si 2.739 5.432 6.981 -0.006 -0.002 -0.005
Si 5.432 8.159 6.92 -0.004 -0.003 -0.007
Si 2.705 10.854 6.952 -0.004 0.006 -0.007
Si 5.432 13.591 6.908 -0.004 0.01 -0.004
Si 8.164 16.35 6.868 -0.005 0.006 -0.005
Si 10.86 2.739 6.828 0.008 0.002 -0.008
Si 8.147 5.456 6.884 -0.011 0.006 -0.009
Si 10.871 8.189 6.808 -0.001 0.008 -0.008
Si 8.152 10.892 6.863 0 0.006 -0.004
Si 10.888 13.661 6.809 -0.004 0.002 -0.007
Si 62.558 16.265 7.005 -0.009 0.006 -0.007
Si 65.313 2.699 7.021 -0.007 -0.005 -0.002
Si 62.572 5.425 7.031 0 0.002 -0.006
Si 65.285 8.145 7.003 -0.008 0.002 -0.003
Si 62.564 10.852 7.005 -0.004 -0.009 -0.003
Si 65.272 13.556 6.977 -0.001 0.006 -0.002
Si 66.673 1.337 8.354 0.006 0.019 -0.002
Si 4.104 4.079 8.323 0.003 0.007 0.001
Si 66.652 6.783 8.345 -0.004 -0.012 -0.008
Si 4.087 9.515 8.3 0.003 -0.005 -0.002
Si 66.644 12.212 8.332 -0.002 -0.013 0.004
Si 4.094 14.944 8.303 -0.002 -0.001 -0.001
Si 6.815 1.368 8.269 0.003 0.003 -0.002
Si 9.52 4.099 8.219 -0.003 -0.01 0.001
Si 6.798 6.807 8.267 0.005 -0.009 0.005
Si 9.522 9.538 8.201 -0.01 -0.01 -0.001
Si 6.807 12.246 8.252 0.004 -0.006 -0.002
Si 9.531 14.995 8.209 0.009 0.005 -0.002
Si 61.2 1.314 8.353 -0.009 -0.001 0.004
Si 63.934 4.053 8.367 -0.012 -0.014 -0.005
Si 61.207 6.788 8.368 0.015 0.008 -0.002
Si 63.933 9.503 8.362 0.014 0.003 0
Si 61.196 12.202 8.358 0.005 0.004 -0.003
Si 63.928 14.917 8.352 -0.011 -0.007 -0.002
Si 65.294 16.294 9.695 -0.002 0.005 -0.009
Si 2.744 2.72 9.691 0 -0.009 -0.003
Si 65.296 5.424 9.71 -0.002 0.005 -0.005
Si 2.738 8.161 9.68 -0.002 0.001 -0.005
Si 65.297 10.863 9.711 -0.014 0.005 0.001
Si 2.734 13.589 9.671 -0.002 0.007 -0.005
Si 5.454 16.33 9.64 0.002 -0.003 -0.006
Si 8.166 2.755 9.608 -0.009 0.003 -0.001
Si 5.455 5.461 9.66 -0.006 -0.004 -0.001
Si 8.169 8.192 9.589 -0.006 0.005 -0.007
Si 5.453 10.896 9.637 0.002 0.012 -0.003
Si 8.169 13.634 9.582 0 0.002 -0.007
Si 59.825 16.276 9.688 0.006 0.001 0.001
Si 62.563 2.683 9.7 0.004 0 0.001
Si 59.84 5.409 9.698 0 -0.008 -0.005
Si 62.574 8.142 9.72 -0.002 0.005 -0.002
Si 59.828 10.846 9.704 0.001 -0.002 0
Si 62.562 13.566 9.708 -0.004 0.001 -0.001
Si 66.66 14.942 11.048 -0.001 -0.002 0.002
Si 4.106 1.362 11.031 -0.001 0.015 0.004
Si 66.662 4.072 11.062 -0.007 -0.005 0.006
Si 4.102 6.815 11.038 0.006 -0.007 0.004
Si 66.67 9.51 11.061 0.006 -0.007 0.003
Si 4.106 12.245 11.027 0.001 -0.006 0.006
Si 6.819 14.976 10.982 -0.002 0.007 -0.001
Si 9.529 1.399 10.952 0.002 -0.005 0.005
Si 6.82 4.106 10.998 0.003 -0.002 0.005
Si 9.541 6.846 10.933 -0.004 -0.005 0.005
Si 6.824 9.543 10.98 0.01 -0.013 0.001
Si 9.532 12.278 10.927 -0.002 0.001 -0.001
Si 61.193 14.929 11.049 -0.004 -0.001 0.001
Si 63.932 1.333 11.054 -0.013 0.003 0
Si 61.2 4.044 11.051 0.008 0.001 0
Si 63.939 6.78 11.073 -0.002 -0.007 0.001
Si 61.2 9.496 11.063 0.008 -0.007 0.001
Si 63.932 12.218 11.065 0.002 -0.003 0.004
Si 68.02 16.319 12.393 -0.003 0.001 -0.005
Si 5.457 2.752 12.372 0.006 -0.01 -0.004
Si 68.022 5.455 12.406 -0.002 0.003 -0.003
Si 5.472 8.199 12.371 -0.001 0.007 -0.006
Si 68.036 10.887 12.405 0.003 0.008 -0.001
Si 5.469 13.626 12.373 0.011 0.012 0
Si 8.168 16.36 12.326 -0.007 -0.001 -0.004
Si 10.894 2.787 12.276 -0.01 -0.005 -0.001
Si 8.183 5.501 12.319 -0.005 -0.002 -0.005
Si 10.899 8.245 12.261 0.004 0.005 -0.007
Si 8.182 10.927 12.317 -0.011 -0.001 -0.003
Si 10.894 13.655 12.265 0 0.009 0
Si 62.564 16.289 12.401 0.001 0.003 -0.004
Si 65.29 2.704 12.41 -0.005 -0.005 -0.006
Si 62.568 5.401 12.406 -0.005 -0.002 -0.002
Si 65.312 8.145 12.422 -0.006 0.005 0
Si 62.569 10.858 12.416 0.001 0.011 0
Si 65.302 13.581 12.414 -0.008 0.003 -0.002
Si 66.655 1.35 13.761 -0.007 0.002 0.003
Si 4.111 4.11 13.758 0.006 -0.005 0.009
Si 66.674 6.798 13.797 0.002 -0.009 0.017
Si 4.131 9.547 13.767 0.008 -0.005 0.008
Si 66.674 12.234 13.776 0.005 -0.003 0.006
Si 4.107 14.976 13.754 -0.009 0.003 0.008
Si 6.814 1.391 13.715 0.001 0.006 0.004
Si 9.546 4.152 13.662 0.005 0.003 0.007
Si 6.846 6.856 13.718 0.006 -0.011 0.006
Si 9.565 9.597 13.668 0.006 -0.012 0.005
Si 6.836 12.264 13.719 0.007 -0.005 0.005
Si 9.54 14.995 13.653 0.002 -0.003 0.006
Si 61.2 1.322 13.757 0.01 -0.013 0.002
Si 63.927 4.053 13.779 -0.005 0.006 0.001
Si 61.196 6.755 13.749 0.009 -0.013 0.001
Si 63.948 9.506 13.769 -0.002 -0.008 0.003
Si 61.189 12.221 13.748 -0.007 0.005 0.005
Si 63.932 14.939 13.762 -0.006 0.001 0.003
Si 65.298 16.295 15.123 -0.004 0 0
Si 68.015 2.735 15.1 -0.008 0.001 0
Si 65.294 5.417 15.137 -0.014 -0.005 0.001
Si 68.055 8.184 15.134 0.015 0.006 0
Si 65.318 10.865 15.137 -0.009 0.007 -0.005
Si 68.038 13.608 15.131 -0.007 0 -0.003
Si 5.459 16.358 15.107 0.008 0.012 0.001
Si 8.173 2.795 15.028 -0.013 -0.002 -0.009
Si 5.48 5.507 15.093 0 0.003 -0.001
Si 8.211 8.254 15.05 -0.014 -0.002 0.001
Si 5.483 10.933 15.13 0.007 0.009 0
Si 8.221 13.621 15.054 -0.005 0.015 -0.005
Si 59.829 16.289 15.112 0.006 0.006 0.002
Si 62.565 2.67 15.128 0.002 0.002 0
Si 59.809 5.383 15.074 0.002 -0.006 0.003
Si 62.58 8.118 15.089 0.008 0.005 0.002
Si 59.815 10.847 15.073 0.005 -0.003 -0.003
Si 62.555 13.581 15.107 0.003 -0.007 -0.003
Si 25.636 17.376 33.286 -0.255 0.158 0.71
Si 20.181 1.677 0.06 0.237 -0.068 0.729
Si 17.913 3.786 0.229 -0.061 0.016 0.788
Si 28.147 8.914 33.049 -0.145 0.277 0.647
Si 24.926 12.521 33.346 0.126 -0.181 0.785
Si 20.284 12.585 0.109 0.04 -0.238 0.73
Si 23.287 14.757 0.076 -0.106 0.19 0.702
Si 26.078 1.157 0.017 -0.274 0.083 0.724
Si 30.749 7.142 33.356 -0.031 -0.224 0.55
Si 25.463 7.28 0.109 0.192 -0.038 0.764
Si 23.091 9.288 0.021 -0.121 0.255 0.673
Si 9.046 12.398 0.046 0.378 -0.17 0.627
Si 19.455 17.689 33.267 0.209 -0.083 0.743
Si 14.634 1.855 0.031 0.066 -0.366 0.713
Si 12.341 4.077 0.03 -0.273 0.126 0.647
Si 14.677 7.037 0.006 0.216 -0.109 0.734
Si 19.913 11.713 33.301 -0.091 0.308 0.669
Si 15.137 12.174 0.087 -0.181 0.029 0.742
Si 19.041 16.406 1.36 0.015 0.012 -0.039
Si 21.895 2.877 1.168 -0.013 0.003 -0.036
Si 19.122 5.418 1.323 0.025 0.035 -0.07
Si 21.555 8.047 1.203 -0.054 -0.053 -0.036
Si 19.005 10.992 1.283 0.009 -0.002 -0.068
Si 21.76 13.696 1.491 0.025 0.015 -0.056
Si 24.456 16.37 1.293 0.024 -0.022 -0.062
Si 10.787 2.755 1.244 0.007 -0.026 -0.033
Si 24.427 5.719 1.54 0.009 0.014 -0.01
Si 10.824 8.16 1.448 0 0.012 -0.046
Si 24.282 10.933 1.307 -0.034 -0.05 -0.06
Si 10.761 13.556 1.259 -0.027 0.019 -0.048
Si 13.529 16.365 1.129 -0.022 -0.001 -0.053
Si 16.251 2.742 1.477 0 -0.007 -0.042
Si 13.548 5.529 1.414 0 0.006 -0.022
Si 16.291 8.244 1.228 -0.016 -0.001 -0.052
Si 13.484 10.882 1.186 0.032 -0.012 -0.034
Si 16.393 13.729 1.285 0.011 0.003 -0.035
Si 17.618 1.344 2.75 0.031 0.01 0.028
Si 20.505 4.116 2.68 0.015 -0.015 0.02
Si 17.691 6.865 2.571 -0.026 -0.008 -0.022
Si 20.317 9.53 2.58 0.029 0.026 0.022
Si 17.687 12.352 2.695 -0.021 -0.023 0.038
Si 20.394 15.092 2.757 -0.009 0.007 0.022
Si 23.119 1.459 2.607 -0.014 0 0.011
Si 25.771 4.175 2.707 0.005 -0.004 -0.005
Si 22.95 6.945 2.796 -0.019 0.038 0.03
Si 25.788 9.665 2.627 -0.017 -0.008 0.023
Si 23.051 12.258 2.775 -0.011 0.003 0.041
Si 9.498 14.903 2.774 0.019 -0.012 0.044
Si 12.198 1.394 2.606 0.004 -0.009 0.043
Si 14.934 4.182 2.76 -0.007 0.003 0.008
Si 12.172 6.811 2.798 -0.005 -0.002 0.024
Si 14.888 9.567 2.621 -0.002 0.005 0.03
Si 12.177 12.24 2.613 0.017 0.008 -0.007
Si 14.929 15.061 2.565 -0.025 0.014 -0.005
Si 16.241 16.333 4.069 0.009 -0.013 0.006
Si 19.049 2.766 4.003 0.013 0.006 -0.029
Si 16.34 5.546 4.024 0.007 0.006 0.016
Si 18.985 8.218 3.997 0.016 -0.023 -0.012
Si 16.269 10.952 3.986 0.008 -0.003 -0.027
Si 19.035 13.684 4.072 -0.001 -0.015 -0.003
Si 21.777 16.452 4.042 0.011 -0.012 0.021
Si 24.441 2.784 4.035 -0.005 -0.002 0
Si 21.724 5.487 4.128 0.002 -0.016 -0.005
Si 24.443 8.289 4.022 -0.021 0.007 -0.01
Si 21.674 10.868 4.027 0 -0.014 0.006
Si 24.459 13.64 4.057 0.004 0.019 -0.015
Si 10.877 16.343 4.045 -0.001 0.011 -0.028
Si 13.546 2.752 4.029 -0.008 -0.024 -0.018
Si 10.81 5.419 4.1 0.006 0.002 0.009
Si 13.576 8.218 4.063 0.008 0.019 -0.014
Si 10.906 10.946 4.137 -0.007 0.004 0.002
Si 13.57 13.653 3.932 0.007 0.003 0.012
Si 17.768 15.058 16.174 -0.005 0.011 -0.032
Si 20.482 1.436 16.211 -0.007 0.017 0.009
Si 17.791 4.206 16.147 0.007 0.015 -0.023
Si 20.472 6.844 16.265 -0.006 0.008 0.001
Si 17.726 9.591 16.231 -0.001 -0.015 -0.018
Si 20.469 12.303 16.213 -0.006 0.007 -0.003
Si 23.21 15.051 16.215 0.022 0.005 0
Si 9.558 1.434 16.328 -0.007 -0.006 0.008
Si 23.157 4.106 16.274 -0.004 -0.001 -0.005
Si 9.591 6.925 16.4 0.037 0 0.003
Si 23.132 9.558 16.207 -0.016 -0.006 -0.009
Si 9.594 12.312 16.468 0.014 0.009 0.005
Si 12.273 14.997 16.303 -0.041 -0.018 -0.012
Si 15.024 1.466 16.184 0.009 -0.003 -0.014
Si 12.331 4.224 16.235 0.021 -0.004 -0.017
Si 15.053 6.987 16.238 0.015 0.003 -0.01
Si 12.318 9.636 16.355 0.004 -0.015 0.001
Si 15.015 12.308 16.274 0.004 -0.005 0.001
Si 19.124 16.4 17.541 -0.017 -0.003 0.024
Si 21.802 2.753 17.65 0.005 -0.024 0.021
Si 19.084 5.508 17.618 -0.015 -0.026 0.012
Si 21.837 8.195 17.628 0.014 -0.011 0.016
Si 19.093 10.942 17.547 -0.003 0 0.013
Si 21.872 13.668 17.517 -0.009 -0.014 -0.013
Si 24.484 16.378 17.707 -0.006 -0.011 0.032
Si 10.963 2.871 17.556 -0.005 0.006 -0.02
Si 24.542 5.422 17.641 0.033 0.011 -0.013
Si 10.973 8.309 17.754 -0.036 -0.023 0.02
Si 24.491 10.949 17.499 0.01 0 -0.016
Si 11.005 13.668 17.81 -0.001 0.01 -0.017
Si 13.632 16.448 17.515 -0.003 0.021 -0.026
Si 16.459 2.83 17.439 -0.017 -0.011 -0.006
Si 13.696 5.635 17.54 -0.021 0.019 -0.005
Si 16.391 8.309 17.683 -0.033 0.01 -0.002
Si 13.697 10.98 17.72 0.021 0.009 0.013
Si 16.412 13.722 17.513 0.016 -0.015 -0.004
Si 17.766 1.495 18.839 0.004 0.018 -0.051
Si 20.387 4.086 18.976 -0.009 -0.021 -0.023
Si 17.762 6.916 18.985 0.023 0.01 -0.015
Si 20.428 9.578 18.918 -0.018 0.004 -0.046
Si 17.755 12.36 18.858 0.002 -0.004 -0.037
Si 20.531 15.027 18.837 0.003 -0.001 -0.028
Si 23.098 17.728 19.118 0.006 0.009 -0.016
Si 9.684 4.217 18.973 0.018 0.018 -0.025
Si 23.225 6.798 18.978 -0.033 0.016 -0.012
Si 9.69 9.652 19.245 0.049 -0.01 -0.001
Si 23.22 12.332 18.894 0.011 0.01 -0.002
Si 25.875 14.984 19.035 0.003 -0.013 -0.034
Si 12.324 1.532 18.861 -0.017 -0.029 -0.013
Si 15.172 4.281 18.704 0.026 0.032 -0.05
Si 12.42 6.963 19.018 0.048 -0.014 -0.029
Si 15.087 9.695 19.126 0.023 0.003 0.003
Si 12.445 12.326 19.189 -0.03 0.005 0.01
Si 15.055 15.139 18.786 0.026 0.011 -0.036
Si 16.354 16.497 20.127 -0.012 0.015 0.064
Si 19.07 2.694 20.374 0.029 -0.022 0.086
Si 16.433 5.494 20.259 0.008 -0.006 0.083
Si 19.06 8.283 20.374 -0.017 0.004 0.045
Si 16.419 11.211 20.4 -0.023 0.016 0.064
Si 19.197 13.672 20.134 0.009 -0.005 0.051
Si 21.699 16.288 20.413 0.02 -0.002 0.041
Si 24.45 2.72 20.583 0.008 -0.04 0.059
Si 21.758 5.45 20.256 0.001 -0.01 0.034
Si 24.601 8.233 20.283 -0.007 -0.016 0.023
Si 21.829 10.995 20.161 -0.004 0.007 0.044
Si 24.506 13.6 20.404 0.011 0.021 0.064
Si 10.994 16.63 20.335 -0.016 0.014 0.052
Si 13.804 2.946 19.938 -0.001 -0.014 0.037
Si 11.055 5.581 20.336 -0.033 -0.006 0.033
Si 13.788 8.27 20.49 -0.03 -0.017 0.058
Si 11.123 10.964 20.68 -0.013 0.001 0.028
Si 13.885 13.885 20.318 -0.033 -0.034 0.058
Si 17.805 15.115 21.268 0.056 0.034 -0.562
Si 19.963 17.244 21.712 0.152 0.167 -0.813
Si 17.474 3.887 21.601 0.216 0.084 -0.685
Si 20.736 7.124 21.532 -0.363 -0.219 -0.645
Si 18.052 10.052 21.57 -0.199 -0.218 -0.717
Si 20.359 12.169 21.527 0.177 0.253 -0.778
Si 23.261 15.114 21.735 -0.229 -0.299 -0.751
Si 9.285 17.644 21.611 0.291 0.21 -0.574
Si 22.971 4.155 21.788 -0.054 -0.233 -0.693
Si 10.108 7.124 21.829 -0.257 -0.037 -0.75
Si 22.965 9.421 21.415 0.227 0.223 -0.702
Si 26.123 12.431 21.676 -0.204 -0.085 -0.748
Si 12.266 15.077 21.498 0.289 0.43 -0.51
Si 15.198 1.795 21.365 -0.032 -0.204 -0.689
Si 12.698 4.353 21.396 -0.159 0.002 -0.655
Si 14.89 6.541 21.655 0.101 0.228 -0.685
Si 12.339 9.37 22.01 0.182 0.227 -0.657
Si 15.552 13.056 21.736 -0.146 -0.242 -0.732
Si 29.578 2.847 31.335 -0.032 -0.012 0.195
Si 21.11 2.668 23.994 -0.098 0.069 -0.134
Si 22.154 13.553 26.867 -0.042 0.007 0.001
Si 22.103 13.259 23.926 0.01 0.012 -0.18
Si 19.484 9.1 25.805 -0.034 -0.029 -0.217
Si 25.377 12.071 30.316 -0.034 0.007 0.11
Si 23.868 7.846 31.313 0.014 -0.038 -0.02
Si 16.497 2.373 26.245 0.019 -0.011 -0.01
Si 18.499 8.421 31.173 0.067 -0.053 0.112
Si 25.018 14.915 26.27 0.063 0.008 -0.075
Si 23.336 4.185 27.954 0.003 0.01 -0.057
Si 24.314 11.016 23.775 -0.028 0.039 -0.103
Si 23.284 11.142 28.514 0.038 0.042 0.046
Si 15.887 15.695 26.301 -0.127 -0.011 -0.055
Si 27.991 2.553 28.753 -0.094 0.025 -0.014
Si 13.214 2.374 23.467 0.018 -0.043 -0.159
Si 28.56 10.324 26.3 0.061 0.022 0.018
Si 17.702 6.687 26.32 -0.076 0.001 -0.044
Si 20.096 13.742 29.199 0.108 -0.087 -0.017
Si 15.28 6.968 24.651 -0.069 -0.02 -0.095
Si 8.059 13.2 28.562 -0.102 0.105 -0.022
Si 18.989 11.232 30.429 -0.017 0.038 0.053
Si 17.322 6.202 29.394 0.047 0.048 0.032
Si 29.72 13.725 31.322 0.003 -0.106 0.102
Si 13.033 15.672 27.208 -0.023 0.061 0.083
Si 21.68 18.148 26.826 0.008 -0.004 -0.034
Si 17.777 15.561 28.675 -0.069 0.036 0.064
Si 22.979 16.681 29.018 0.056 -0.062 0.041
Si 28.128 17.519 26.088 0.099 -0.072 -0.139
Si 8.988 3.548 26.184 -0.08 -0.025 -0.041
Si 17.065 10.503 24.409 0.03 0.06 -0.103
Si 14.251 4.195 25.719 -0.173 -0.06 0.151
Si 21.29 6.189 27.202 0.006 0.03 -0.035
Si 26.869 8.03 27.457 -0.012 0.071 0.053
Si 21.029 15.985 31.138 -0.063 0.01 0.128
Si 27.664 5.034 26.841 -0.069 -0.046 -0.041
Si 21.68 9.101 27.574 0.097 -0.009 0.007
Si 22.696 5.067 30.58 0.002 0.094 0.147
Si 11.994 16.172 24.365 -0.056 0.044 -0.154
Si 14.006 9.532 24.725 -0.118 0.045 -0.17
Si 14.329 11.462 26.886 0.123 -0.168 0.056
Si 32.273 4.011 30.728 0.054 -0.04 0.014
Si 15.645 13.099 24.662 0.069 0.006 -0.032
Si 24.158 6.28 23.713 -0.03 0.069 -0.028
Si 26.43 9.3 30.262 0.012 -0.14 0.282
Si 25.268 14.985 29.214 -0.08 -0.092 0.021
Si 29.52 13.974 28.282 0.062 -0.045 -0.037
Si 21.286 7.223 24.329 0.057 0.062 -0.064
Si 25.509 17.631 30.256 -0.033 0.004 0.116
Si 19.853 4.564 29.251 0.052 0.071 -0.037
Si 18.376 4.124 24.525 -0.029 -0.045 -0.071
Si 16.05 11.66 29.259 0.049 -0.06 -0.011
Si 18.965 18.189 28.127 -0.083 0.078 -0.064
Si 24.425 9.514 26.474 -0.1 0.018 -0.016
Si 17.635 15.002 5.417 0.002 0.01 0.006
Si 20.389 1.438 5.406 0.007 0.009 0.011
Si 17.687 4.148 5.362 0.006 -0.002 -0.009
Si 20.336 6.87 5.403 0.001 0.012 -0.001
Si 17.631 9.585 5.357 -0.011 0.009 -0.002
Si 20.37 12.279 5.393 -0.004 -0.002 0.009
Si 23.112 15.036 5.38 -0.003 -0.003 0.006
Si 25.832 1.416 5.367 -0.006 -0.006 0.001
Si 23.112 4.129 5.431 -0.005 0.001 0.005
Si 25.803 6.874 5.353 -0.018 -0.009 0
Si 23.092 9.6 5.409 0.003 0.001 0.005
Si 25.834 12.304 5.411 -0.004 0.003 0.008
Si 12.246 14.991 5.387 0.013 -0.015 0
Si 14.913 1.413 5.406 -0.004 0.007 0.007
Si 12.201 4.084 5.437 0.006 0.003 0.006
Si 14.958 6.867 5.404 0.007 0.009 0.005
Si 12.249 9.565 5.464 0.011 0.002 0.015
Si 14.919 12.311 5.353 -0.012 0.012 0.002
Si 19.02 16.379 6.743 -0.008 -0.002 -0.005
Si 21.747 2.779 6.774 0.001 0.006 0.001
Si 19.009 5.5 6.764 0.004 0.003 0
Si 21.742 8.211 6.742 0.01 -0.006 -0.001
Si 19.002 10.929 6.739 0 0.002 -0.004
Si 21.753 13.654 6.728 0.005 -0.009 -0.005
Si 24.487 16.375 6.738 -0.002 0.001 0
Si 27.223 2.777 6.691 0.002 0.006 0.002
Si 24.49 5.503 6.742 0.002 -0.007 0.008
Si 27.192 8.207 6.713 -0.003 0.013 -0.006
Si 24.466 10.948 6.759 -0.008 0.01 -0.001
Si 27.227 13.64 6.743 -0.001 -0.005 0.002
Si 13.578 16.361 6.777 0.011 0.004 -0.009
Si 16.309 2.786 6.726 -0.004 -0.009 -0.002
Si 13.588 5.482 6.753 0 -0.008 -0.008
Si 16.304 8.234 6.76 -0.01 0.003 -0.004
Si 13.6 10.958 6.779 -0.002 -0.01 -0.005
Si 16.281 13.64 6.759 0.012 -0.004 -0.009
Si 17.669 1.429 8.097 0.016 0.007 -0.004
Si 20.394 4.152 8.11 0.008 -0.004 0.002
Si 17.661 6.868 8.115 -0.003 -0.002 -0.005
Si 20.389 9.582 8.092 -0.002 -0.002 -0.013
Si 17.659 12.291 8.108 -0.023 -0.012 0.005
Si 20.393 15.013 8.088 -0.008 -0.007 -0.006
Si 23.128 1.41 8.097 -0.002 -0.002 0
Si 25.872 4.133 8.067 -0.001 0.008 -0.007
Si 23.119 6.856 8.091 -0.014 -0.004 0.001
Si 25.843 9.568 8.086 -0.017 -0.004 -0.003
Si 23.118 12.312 8.105 0.02 0.012 0.005
Si 25.86 15.011 8.083 0.013 0.004 -0.002
Si 12.231 1.389 8.172 -0.01 -0.013 0.001
Si 14.955 4.133 8.115 0.012 0.004 -0.007
Si 12.242 6.834 8.15 0.009 0.002 -0.005
Si 14.956 9.592 8.128 0.017 0.017 0
Si 12.239 12.297 8.16 0.012 0.007 -0.002
Si 14.95 15.016 8.131 -0.008 -0.007 -0.005
Si 16.323 16.387 9.47 0.001 -0.002 -0.003
Si 19.043 2.78 9.454 -0.006 0.012 -0.002
Si 16.311 5.505 9.471 -0.007 0.009 0.005
Si 19.044 8.221 9.457 0.003 -0.01 0.002
Si 16.317 10.944 9.484 0 -0.009 0.003
Si 19.039 13.654 9.451 -0.003 -0.002 -0.001
Si 21.771 16.365 9.443 0.004 -0.002 0.001
Si 24.511 2.773 9.426 0.011 0.006 0.002
Si 21.774 5.499 9.453 0.002 0.002 0.007
Si 24.489 8.208 9.447 0.002 -0.007 0.001
Si 21.762 10.936 9.449 -0.009 0.003 -0.003
Si 24.505 13.654 9.447 -0.01 -0.002 0.002
Si 10.878 16.37 9.562 -0.003 0.007 -0.002
Si 13.603 2.777 9.499 0.001 -0.007 -0.009
Si 10.888 5.488 9.543 -0.004 -0.001 -0.008
Si 13.598 8.224 9.487 0.004 0.01 -0.005
Si 10.879 10.934 9.528 -0.003 0.002 -0.007
Si 13.598 13.666 9.507 0.008 0.006 -0.002
Si 17.697 15.026 10.815 0.003 -0.003 0.002
Si 20.424 1.42 10.795 -0.003 0.003 -0.001
Si 17.698 4.153 10.809 0.007 -0.01 -0.006
Si 20.423 6.867 10.802 0.003 0.003 -0.005
Si 17.694 9.587 10.816 -0.009 0.013 -0.005
Si 20.412 12.299 10.808 -0.002 -0.001 0.002
Si 23.148 15.016 10.798 0.013 -0.005 0
Si 25.87 1.411 10.785 -0.002 0 -0.003
Si 23.157 4.135 10.783 -0.005 -0.007 -0.008
Si 25.861 6.839 10.79 -0.003 0.005 -0.001
Si 23.136 9.576 10.803 -0.004 -0.001 0.003
Si 25.866 12.285 10.8 0 0.007 0.004
Si 12.25 15.011 10.894 0 -0.007 -0.003
Si 14.976 1.425 10.848 0.007 -0.002 0.002
Si 12.253 4.133 10.888 0.008 0.001 0.002
Si 14.969 6.874 10.837 0.001 -0.009 0.001
Si 12.25 9.581 10.868 0.001 -0.003 -0.004
Si 14.968 12.31 10.846 -0.002 0.001 0
Si 19.076 16.384 12.158 0.003 0.002 0.003
Si 21.808 2.775 12.135 0.017 0.007 -0.003
Si 19.076 5.506 12.157 -0.003 0.007 0.005
Si 21.786 8.211 12.166 -0.015 -0.012 0.003
Si 19.059 10.938 12.17 -0.011 -0.017 0.004
Si 21.797 13.651 12.15 0 0.005 0
Si 24.518 16.375 12.146 -0.004 0.005 0.005
Si 27.222 2.757 12.159 0.002 -0.002 0.002
Si 24.51 5.479 12.158 -0.003 -0.009 0.003
Si 27.223 8.185 12.155 0.002 -0.006 0.006
Si 24.511 10.923 12.16 -0.002 0 0.006
Si 27.234 13.647 12.149 0.01 0.007 0.005
Si 13.621 16.387 12.22 -0.013 -0.001 0.003
Si 16.352 2.804 12.177 0.01 0.018 -0.003
Si 13.614 5.531 12.212 -0.001 -0.001 -0.002
Si 16.343 8.238 12.179 0.003 0 0.006
Si 13.607 10.959 12.207 -0.001 0.001 -0.004
Si 16.345 13.667 12.184 -0.011 -0.003 0
Si 17.735 1.446 13.508 -0.005 0.001 0.005
Si 20.473 4.153 13.487 0.005 -0.015 -0.008
Si 17.735 6.887 13.508 -0.003 -0.012 0.004
Si 20.423 9.572 13.517 0.005 0.013 0
Si 17.718 12.309 13.53 0.003 -0.004 0.003
Si 20.458 15.028 13.502 0.003 -0.009 0.003
Si 23.167 1.421 13.5 0 0.006 -0.002
Si 25.859 4.109 13.523 0.002 -0.003 0.003
Si 23.152 6.841 13.516 -0.005 0.004 0.004
Si 25.866 9.548 13.517 0.003 -0.002 0.008
Si 23.161 12.298 13.512 -0.004 0.004 0.011
Si 25.888 15.027 13.506 -0.009 -0.005 -0.002
Si 12.269 1.419 13.598 0.012 0 0.015
Si 15.011 4.189 13.532 -0.006 -0.005 -0.007
Si 12.277 6.902 13.595 -0.004 -0.002 0.006
Si 14.992 9.615 13.532 -0.014 0.007 -0.003
Si 12.26 12.298 13.607 -0.002 0 0.004
Si 14.991 15.02 13.552 0.022 -0.003 0.004
Si 16.375 16.404 14.849 0.002 0.004 0.004
Si 19.134 2.801 14.838 -0.002 0.007 0.006
Si 16.373 5.57 14.874 -0.004 0.006 0.008
Si 19.093 8.207 14.902 -0.008 -0.002 0.012
Si 16.358 10.954 14.892 -0.006 -0.003 0.008
Si 19.111 13.665 14.853 0.001 0.005 0.007
Si 21.825 16.385 14.857 -0.003 -0.005 0.009
Si 24.505 2.755 14.899 -0.011 -0.005 0.015
Si 21.814 5.481 14.895 0.004 -0.011 0.008
Si 24.51 8.182 14.881 0.008 -0.004 0.005
Si 21.794 10.928 14.849 -0.011 -0.016 0.005
Si 24.538 13.669 14.851 0.004 0.009 0.001
Si 10.908 16.376 14.972 0.004 -0.004 -0.005
Si 13.653 2.833 14.874 -0.004 0.016 -0.008
Si 10.909 5.57 14.968 -0.008 0.004 0.003
Si 13.641 8.3 14.922 0.007 -0.006 -0.003
Si 10.919 10.974 15.029 -0.021 0.005 0.003
Si 13.64 13.66 14.929 -0.012 0.005 0.001
Si 41.974 17.391 33.306 -0.156 0.032 0.654
Si 36.662 1.489 0.034 0.258 -0.165 0.688
Si 41.928 6.231 33.139 -0.283 0.294 0.671
Si 44.609 9.082 33.173 -0.13 0.14 0.676
Si 41.141 12.422 33.249 0.244 -0.191 0.715
Si 44.07 15.065 33.29 0.127 -0.111 0.726
Si 39.796 14.749 0.024 -0.173 0.125 0.772
Si 50.151 3.625 33.354 -0.139 0.093 0.771
Si 46.872 6.9 33.328 0.046 -0.153 0.683
Si 41.822 6.964 0.152 0.21 -0.006 0.707
Si 39.783 9.339 0.042 -0.155 0.086 0.662
Si 25.481 12.511 0.072 0.114 -0.142 0.672
Si 35.809 17.731 33.318 0.205 -0.178 0.755
Si 38.342 4.265 33.182 0.234 -0.158 0.621
Si 35.971 6.417 33.347 -0.048 0.253 0.559
Si 30.95 6.97 0.008 0.254 -0.202 0.639
Si 28.933 9.456 0.004 -0.355 0.21 0.643
Si 31.458 12.209 0.101 -0.095 0.12 0.706
Si 35.475 16.305 1.361 0.007 0.014 -0.031
Si 38.177 2.74 1.273 -0.006 0.023 -0.029
Si 35.395 5.385 1.088 0.01 0.004 -0.051
Si 38.087 8.161 1.191 0.013 -0.013 -0.039
Si 35.287 10.907 1.165 -0.008 0.01 -0.051
Si 38.13 13.603 1.236 0.006 -0.007 -0.023
Si 40.963 16.298 1.331 0.018 0 -0.04
Si 27.091 2.687 1.459 0.01 -0.001 -0.04
Si 40.712 5.442 1.456 -0.03 -0.023 -0.029
Si 27.182 8.383 1.215 0.016 0.008 -0.033
Si 41.033 10.929 1.199 -0.004 0.067 -0.019
Si 27.13 13.614 1.316 0.015 0.006 -0.06
Si 29.838 16.357 1.203 -0.015 -0.005 -0.03
Si 32.565 2.719 1.046 -0.003 -0.016 -0.031
Si 29.708 5.428 1.214 -0.002 -0.039 -0.023
Si 32.605 8.157 1.217 -0.01 0.009 -0.056
Si 29.966 10.98 1.416 0.025 0.006 -0.037
Si 32.738 13.745 1.257 0.022 -0.001 -0.051
Si 33.93 1.365 2.522 0.017 0.025 0.012
Si 36.729 4.085 2.584 -0.005 0.016 0.023
Si 34.046 6.788 2.482 -0.002 -0.014 -0.004
Si 36.693 9.534 2.509 0.019 0.025 -0.005
Si 34.023 12.29 2.616 -0.002 -0.014 0.045
Si 36.837 14.953 2.683 0.011 -0.008 0.018
Si 39.544 1.368 2.614 -0.012 -0.02 0.003
Si 42.186 4.052 2.657 0.017 -0.002 0.003
Si 39.367 6.855 2.72 -0.031 0.022 0.031
Si 42.247 9.566 2.69 -0.035 -0.006 0.012
Si 39.522 12.207 2.552 0.025 -0.014 0.023
Si 25.802 15 2.684 -0.007 -0.004 0.042
Si 28.545 1.347 2.706 0 -0.012 0.026
Si 31.251 4.114 2.49 -0.022 -0.007 0.003
Si 28.453 6.882 2.583 -0.005 -0.001 0.019
Si 31.306 9.52 2.681 0.018 0.004 0.02
Si 28.523 12.304 2.677 -0.009 0.001 -0.002
Si 31.281 15.052 2.559 -0.003 -0.004 0.014
Si 32.629 16.365 3.961 0.018 -0.004 0.014
Si 35.325 2.723 3.902 0.01 -0.013 -0.011
Si 32.638 5.462 3.866 -0.019 0.006 0.003
Si 35.369 8.157 3.899 -0.006 -0.01 0.012
Si 32.672 10.915 3.989 -0.002 0 -0.011
Si 35.414 13.604 3.989 -0.012 -0.006 -0.001
Si 38.167 16.347 3.998 0.001 -0.003 0.004
Si 40.845 2.708 4.029 -0.006 0.007 0.006
Si 38.033 5.444 4.02 -0.002 -0.012 -0.003
Si 40.81 8.207 4.01 0.009 -0.017 -0.014
Si 38.105 10.866 3.903 0.01 -0.009 -0.011
Si 40.845 13.576 3.979 0.01 0.007 -0.026
Si 27.181 16.327 4.054 -0.004 0.016 -0.005
Si 29.951 2.762 3.951 0.007 -0.003 -0.009
Si 27.176 5.517 4.011 0.009 0.026 0.019
Si 29.883 8.172 3.969 -0.007 0.023 0.013
Si 27.162 10.955 4.03 -0.018 -0.006 0
Si 29.934 13.674 3.955 0.012 0.011 0.013
Si 33.954 14.952 16.29 0.009 0.005 -0.009
Si 36.666 1.327 16.298 -0.022 -0.008 0.006
Si 34.023 4.06 16.229 -0.008 -0.007 -0.018
Si 36.717 6.783 16.239 0 0.003 -0.005
Si 34.006 9.516 16.237 0.011 -0.002 -0.008
Si 36.658 12.233 16.257 0.001 -0.008 0.004
Si 39.408 14.955 16.301 0.018 0.003 -0.011
Si 25.831 1.417 16.319 0.004 -0.007 0
Si 39.416 4.027 16.268 -0.005 0.005 -0.011
Si 25.862 6.799 16.241 -0.016 -0.002 0.005
Si 39.406 9.506 16.169 -0.013 -0.016 -0.022
Si 25.889 12.299 16.201 0.015 -0.002 -0.012
Si 28.567 14.995 16.242 -0.005 0.006 -0.007
Si 31.264 1.326 16.294 0.002 -0.012 0.004
Si 28.539 4.055 16.27 -0.009 -0.015 0.003
Si 31.269 6.816 16.207 -0.003 0.006 -0.012
Si 28.588 9.533 16.209 0.006 0.003 -0.009
Si 31.287 12.255 16.247 0.008 -0.008 0
Si 35.285 16.296 17.683 -0.007 0.016 0.007
Si 38.031 2.699 17.633 0.004 0.005 -0.003
Si 35.365 5.419 17.607 0.029 -0.001 -0.004
Si 38.112 8.144 17.555 0.009 0.006 0
Si 35.306 10.883 17.646 -0.018 0.011 0.035
Si 38.019 13.586 17.611 -0.006 0.015 -0.015
Si 40.757 16.287 17.718 -0.004 -0.015 -0.008
Si 27.165 2.763 17.726 -0.014 0.035 0.002
Si 40.845 5.313 17.62 0.03 -0.019 -0.011
Si 27.216 8.185 17.557 0.008 -0.015 0.022
Si 40.716 10.885 17.52 0.011 0.003 -0.018
Si 27.216 13.651 17.602 -0.021 -0.003 0.005
Si 29.897 16.281 17.69 0.013 -0.02 -0.003
Si 32.681 2.691 17.581 0.002 -0.001 -0.004
Si 29.904 5.454 17.546 0.021 0.004 -0.012
Si 32.662 8.128 17.57 -0.012 -0.015 -0.018
Si 29.951 10.867 17.582 0.004 0.019 0.008
Si 32.602 13.595 17.675 0 -0.014 -0.009
Si 33.928 17.667 19.072 -0.01 0 -0.029
Si 36.724 4.096 19.001 -0.006 -0.006 -0.02
Si 33.999 6.766 18.957 -0.031 -0.002 -0.011
Si 36.759 9.513 18.896 0.027 0.001 -0.062
Si 33.897 12.207 19.071 0.021 -0.03 -0.023
Si 36.639 14.884 19.002 -0.023 -0.005 -0.026
Si 39.343 17.659 19.023 0.017 -0.001 -0.018
Si 25.806 4.116 19.175 0.003 0.002 -0.022
Si 39.54 6.764 18.839 -0.011 0.017 -0.038
Si 25.814 9.585 18.828 -0.013 -0.001 -0.015
Si 39.378 12.202 18.922 -0.012 0.003 -0.012
Si 42.133 14.912 19.086 0.019 0.005 -0.043
Si 28.531 17.67 19.025 -0.033 -0.016 -0.008
Si 31.357 4.139 18.833 0.021 0.022 -0.036
Si 28.5 6.755 18.914 0.005 -0.018 -0.041
Si 31.318 9.476 18.918 0.006 0.012 -0.016
Si 28.587 12.254 18.903 0.006 0 -0.058
Si 31.21 14.876 19.101 -0.014 0.01 -0.009
Si 32.456 16.313 20.471 0.004 0.014 0.038
Si 35.358 2.763 20.385 -0.01 0.001 0.046
Si 32.663 5.416 20.345 -0.007 0.005 0.068
Si 35.389 8.154 20.209 0 0.009 0.074
Si 32.542 10.784 20.446 0.016 0.02 0.059
Si 35.312 13.529 20.423 0.006 -0.025 0.041
Si 37.976 16.279 20.331 0.015 0.005 0.048
Si 40.601 2.594 20.572 0.019 -0.005 0.039
Si 38.194 5.482 20.215 0.002 -0.048 0.032
Si 40.891 8.129 20.18 0.005 -0.021 0.057
Si 38.094 10.851 20.314 -0.017 0.007 0.031
Si 40.72 13.473 20.326 0.021 0.012 0.054
Si 27.25 16.287 20.473 -0.01 0.005 0.057
Si 29.938 2.85 20.118 0.008 0.023 0.022
Si 27.136 5.595 20.494 -0.028 0.03 0.041
Si 29.938 8.078 20.164 0.001 -0.019 0.043
Si 27.144 10.943 20.158 -0.021 0.016 0.054
Si 29.889 13.428 20.474 0.027 0.007 0.071
Si 34.139 15.172 21.646 -0.333 -0.319 -0.64
Si 36.424 17.438 21.663 0.343 0.285 -0.634
Si 33.733 3.807 21.724 0.257 0.289 -0.649
Si 37.031 7.079 21.444 -0.183 -0.176 -0.719
Si 34.289 9.674 21.574 -0.251 -0.045 -0.772
Si 36.508 11.891 21.696 0.129 0.295 -0.706
Si 39.486 15.011 21.556 -0.202 -0.154 -0.751
Si 25.588 17.302 21.806 0.181 0.363 -0.708
Si 39.373 4.209 21.826 -0.126 -0.207 -0.66
Si 26.215 7.406 21.823 -0.089 -0.22 -0.656
Si 39.321 9.218 21.473 0.104 0.293 -0.689
Si 42.22 12.275 21.689 -0.185 -0.197 -0.756
Si 28.367 14.632 21.777 0.134 0.131 -0.667
Si 31.313 1.747 21.628 -0.149 -0.341 -0.647
Si 28.842 4.385 21.495 -0.229 -0.039 -0.638
Si 31.069 6.59 21.584 0.161 0.199 -0.698
Si 28.48 9.455 21.296 -0.013 -0.066 -0.518
Si 30.739 11.605 21.81 0.25 0.252 -0.69
Si 46.138 2.844 31.186 -0.044 0.103 0.188
Si 37.788 5.615 23.755 0.1 -0.141 -0.139
Si 36.163 17.691 24.704 -0.048 0.021 -0.133
Si 36.917 13.278 30.545 0.045 0.004 0.002
Si 39.689 10.511 26.451 -0.006 -0.026 -0.09
Si 41.107 11.467 30.251 -0.07 0.039 0.162
Si 41.124 5.656 30.267 0.188 -0.036 0.081
Si 32.05 2.482 26.452 0.067 -0.033 -0.001
Si 33.416 7.511 31.718 -0.013 -0.155 0.284
Si 38.093 13.014 26.758 -0.002 0.127 -0.062
Si 39.467 4.01 27.493 0.011 -0.021 0.032
Si 42.478 9.79 26.4 0.067 -0.046 -0.076
Si 38.616 9.471 30.45 -0.005 -0.057 0.026
Si 34.927 14.958 24.406 0.044 -0.009 0.026
Si 44.274 2.319 28.978 -0.077 0.054 -0.056
Si 29.54 2.795 23.768 -0.026 -0.097 -0.148
Si 45.733 11.298 29.262 0.04 0.08 -0.046
Si 33.054 6.289 25.995 0.056 -0.164 -0.06
Si 33.813 15.625 28.4 -0.08 0.027 -0.072
Si 32.662 8.233 23.79 -0.101 -0.047 -0.052
Si 25.499 17.574 24.802 -0.061 -0.072 -0.15
Si 36.205 10.675 29.287 0.097 -0.021 0.054
Si 33.349 6.29 29.076 -0.118 -0.056 -0.041
Si 45.784 13.498 31.151 0.001 -0.011 0.166
Si 31.238 15.853 26.705 0.022 -0.147 -0.009
Si 38.873 17.694 26.199 0.04 -0.012 0.016
Si 32.785 13.947 30.802 0.076 -0.16 0.092
Si 39.476 16.803 29.185 0.004 -0.071 0.051
Si 44.106 17.15 26.191 0.036 0.072 -0.126
Si 25.134 4.032 25.622 0.022 0.023 -0.131
Si 37.736 13.674 23.82 -0.105 -0.113 -0.017
Si 30.488 4.759 25.696 -0.036 -0.109 -0.013
Si 37.383 5.807 26.764 0.028 0.138 0.001
Si 42.905 7.354 28.457 -0.128 0.095 -0.048
Si 37.273 16.098 31.13 -0.003 -0.085 0.112
Si 44.389 4.948 27.454 -0.05 -0.05 -0.018
Si 33.478 11.543 28.972 0.076 0.101 0.043
Si 38.56 4.423 30.27 0.065 -0.081 0.085
Si 29.282 14.953 24.716 0.106 0.063 -0.176
Si 30.939 10.785 24.604 0.017 0.044 -0.077
Si 27.518 13.122 26.133 -0.025 0.029 -0.038
Si 48.327 5.069 31.201 -0.029 -0.006 0.145
Si 35.018 13.467 27 0.014 -0.013 0.014
Si 40.698 6.039 23.701 0.005 -0.051 -0.105
Si 43.587 9.632 30.233 -0.017 0.066 0.257
Si 39.571 13.827 29.28 -0.053 -0.111 -0.009
Si 47.833 14.45 29.122 0.059 -0.073 0.091
Si 40.979 10.379 23.885 0.097 0.025 -0.019
Si 41.619 2.431 30.495 0.026 0.094 0.082
Si 35.871 4.584 29.019 -0.02 -0.088 -0.054
Si 34.147 3.686 24.774 -0.02 0.019 -0.098
Si 31.01 11.402 27.47 -0.063 -0.064 -0.024
Si 33.866 2.248 28.994 -0.143 0.068 0.08
Si 37.817 8.661 27.767 -0.019 0.023 0.104
Si 34.015 14.984 5.302 -0.006 -0.008 0
Si 36.719 1.378 5.29 -0.012 0.016 -0.006
Si 33.986 4.103 5.273 -0.005 0.003 -0.001
Si 36.686 6.82 5.344 0.001 0.018 0.013
Si 34.033 9.523 5.305 0.007 -0.001 0.007
Si 36.768 12.225 5.318 0.011 0.001 0.001
Si 39.498 14.956 5.351 0.014 0 0.002
Si 42.196 1.35 5.401 0.011 -0.004 0.008
Si 39.442 4.083 5.347 -0.009 0.004 -0.002
Si 42.156 6.805 5.37 -0.009 0.021 -0.002
Si 39.429 9.539 5.351 -0.003 0.011 0.005
Si 42.175 12.239 5.392 -0.017 0.002 0.005
Si 28.582 14.99 5.372 -0.009 -0.02 0.008
Si 31.293 1.408 5.335 -0.018 -0.005 0.008
Si 28.583 4.135 5.314 0.008 -0.015 -0.004
Si 31.288 6.808 5.284 0.001 0.006 0
Si 28.543 9.555 5.335 0.001 -0.011 0.003
Si 31.286 12.283 5.316 -0.006 -0.004 0.002
Si 35.373 16.338 6.675 0.003 -0.008 0
Si 38.069 2.721 6.691 -0.003 0 0
Si 35.328 5.448 6.683 -0.002 0.01 -0.001
Si 38.073 8.165 6.704 0.003 -0.013 0
Si 35.395 10.873 6.681 0.011 -0.016 -0.001
Si 38.108 13.598 6.694 0.007 -0.008 -0.001
Si 40.828 16.306 6.745 -0.003 -0.006 0.001
Si 43.537 2.702 6.781 0.007 0 0.007
Si 40.794 5.44 6.726 0.002 0 0.003
Si 43.519 8.154 6.751 0.006 0.001 -0.007
Si 40.795 10.882 6.734 -0.002 -0.003 -0.002
Si 43.538 13.596 6.757 -0.003 -0.005 -0.005
Si 29.94 16.367 6.705 0.006 0.005 0.003
Si 32.658 2.756 6.686 -0.001 0 0.006
Si 29.946 5.469 6.688 0.007 -0.003 -0.006
Si 32.647 8.171 6.659 -0.01 -0.001 -0.001
Si 29.924 10.915 6.68 -0.016 0.004 0.004
Si 32.656 13.629 6.678 0.008 0.005 0
Si 34.014 1.38 8.045 0.003 0.011 -0.004
Si 36.706 4.088 8.048 -0.001 0.005 -0.007
Si 33.986 6.811 8.052 -0.004 -0.007 -0.004
Si 36.727 9.523 8.075 0.002 0.002 0
Si 34.019 12.249 8.027 -0.002 -0.004 -0.01
Si 36.728 14.965 8.041 -0.003 -0.006 -0.006
Si 39.429 1.354 8.066 0 -0.003 -0.009
Si 42.153 4.076 8.1 0.002 0.001 -0.009
Si 39.427 6.8 8.077 -0.006 0.014 -0.003
Si 42.149 9.514 8.103 -0.016 -0.007 -0.001
Si 39.443 12.247 8.092 0.011 0 -0.002
Si 42.172 14.949 8.121 0.007 0.011 0.003
Si 28.575 1.406 8.057 0.005 -0.002 -0.006
Si 31.294 4.105 8.058 -0.001 -0.001 0.004
Si 28.577 6.836 8.048 -0.01 -0.005 -0.006
Si 31.29 9.54 8.028 0.004 -0.003 -0.009
Si 28.582 12.262 8.076 -0.004 0.003 -0.002
Si 31.304 14.992 8.05 -0.011 -0.007 -0.007
Si 32.656 16.344 9.42 0 -0.002 0.002
Si 35.361 2.728 9.427 0.002 -0.008 0.002
Si 32.644 5.455 9.433 -0.004 0.009 0.003
Si 35.357 8.16 9.419 0.002 -0.003 0.003
Si 32.654 10.894 9.393 -0.002 -0.006 0.001
Si 35.366 13.607 9.407 0.006 -0.004 0.002
Si 38.075 16.314 9.431 0.003 0.002 0.004
Si 40.787 2.705 9.443 0.002 0.01 -0.004
Si 38.066 5.433 9.428 0.003 0.001 0.003
Si 40.786 8.149 9.455 0.003 -0.009 0.001
Si 38.08 10.882 9.445 0.002 -0.002 0
Si 40.798 13.591 9.471 -0.006 -0.008 -0.003
Si 27.227 16.368 9.428 -0.007 0.001 0.005
Si 29.937 2.75 9.426 0 -0.005 0.004
Si 27.229 5.483 9.43 0.007 -0.015 0.005
Si 29.938 8.186 9.413 -0.002 0.007 0.001
Si 27.219 10.914 9.441 0.007 0.001 0.004
Si 29.947 13.632 9.415 0.004 -0.002 0.001
Si 34.009 14.968 10.778 -0.001 -0.002 -0.001
Si 36.711 1.355 10.793 0 0.006 0
Si 33.998 4.083 10.796 -0.003 0.008 0.003
Si 36.708 6.793 10.79 -0.003 0.005 0.001
Si 33.997 9.53 10.77 -0.001 -0.001 -0.004
Si 36.712 12.25 10.791 0.002 -0.007 -0.001
Si 39.427 14.958 10.813 0.008 -0.004 0.002
Si 42.132 1.347 10.831 -0.006 0.002 -0.006
Si 39.423 4.065 10.796 -0.003 -0.004 -0.009
Si 42.137 6.783 10.827 -0.005 0.012 0
Si 39.43 9.516 10.813 0 0.002 -0.002
Si 42.143 12.229 10.851 -0.006 0.01 0.007
Si 28.587 14.994 10.776 0.007 -0.004 -0.007
Si 31.289 1.378 10.788 -0.008 0.004 -0.001
Si 28.58 4.111 10.791 0.002 0.005 0.001
Si 31.285 6.817 10.789 0.002 -0.014 0.002
Si 28.581 9.542 10.787 -0.005 -0.002 0.001
Si 31.302 12.259 10.764 -0.007 0.004 -0.008
Si 35.353 16.318 12.163 0.004 0 0.004
Si 38.074 2.703 12.162 0.011 0.003 -0.002
Si 35.359 5.433 12.163 0.007 -0.005 0.008
Si 38.067 8.147 12.158 0.002 -0.002 -0.003
Si 35.345 10.888 12.141 0.002 -0.006 -0.001
Si 38.06 13.604 12.172 -0.001 0.001 0.003
Si 40.778 16.306 12.194 0 0.006 0.006
Si 43.489 2.687 12.211 0.002 0.005 -0.002
Si 40.78 5.408 12.175 -0.002 -0.002 0
Si 43.493 8.13 12.204 -0.006 -0.008 0.001
Si 40.776 10.866 12.201 -0.003 -0.02 0.008
Si 43.491 13.586 12.234 0.01 -0.002 0.008
Si 29.929 16.342 12.157 -0.007 -0.014 0.001
Si 32.639 2.724 12.166 -0.003 -0.009 0.002
Si 29.939 5.451 12.162 -0.008 0.002 0.008
Si 32.651 8.172 12.146 0 0.011 0.003
Si 29.944 10.909 12.133 0.013 0.008 0
Si 32.646 13.612 12.141 0 -0.008 0.005
Si 33.985 1.348 13.531 -0.005 0.003 0.007
Si 36.719 4.059 13.522 0.011 -0.006 0.005
Si 33.995 6.798 13.517 -0.003 0.001 0.009
Si 36.695 9.514 13.496 0 0.006 -0.006
Si 33.993 12.25 13.512 0.006 -0.008 0.002
Si 36.699 14.959 13.544 0.004 0.001 0.005
Si 39.406 1.335 13.549 0.001 0.007 0.002
Si 42.122 4.041 13.559 -0.004 -0.002 0.002
Si 39.418 6.772 13.52 -0.01 0.004 -0.002
Si 42.138 9.495 13.558 0.006 -0.004 0.006
Si 39.409 12.244 13.544 -0.005 0.007 0.006
Si 42.136 14.967 13.585 -0.014 -0.003 0.005
Si 28.566 1.382 13.523 0.001 0.007 0.001
Si 31.275 4.072 13.541 0.004 0.002 0.006
Si 28.574 6.81 13.513 0.005 -0.008 0.004
Si 31.298 9.548 13.496 -0.013 0.001 -0.004
Si 28.59 12.271 13.499 0.002 -0.005 -0.002
Si 31.283 14.968 13.509 -0.007 0.008 0.002
Si 32.618 16.31 14.902 0.007 -0.008 0.007
Si 35.365 2.695 14.88 0.013 0.003 -0.002
Si 32.644 5.432 14.885 -0.003 -0.002 0.008
Si 35.361 8.154 14.876 0.011 0.002 0.004
Si 32.647 10.891 14.882 -0.004 0.011 0.007
Si 35.322 13.609 14.901 -0.005 0.003 0.008
Si 38.047 16.308 14.929 0 0.001 0.007
Si 40.769 2.669 14.921 -0.01 -0.003 0.011
Si 38.076 5.411 14.895 0.002 -0.004 0.002
Si 40.786 8.104 14.888 0.005 0.002 0.001
Si 38.02 10.881 14.869 0.002 -0.01 0.004
Si 40.763 13.608 14.918 0.008 0.008 0.004
Si 27.203 16.385 14.92 -0.008 -0.003 0.004
Si 29.916 2.701 14.917 -0.016 -0.007 0.002
Si 27.223 5.446 14.885 0.011 0.009 0.016
Si 29.94 8.185 14.84 0.005 0.002 0
Si 27.237 10.914 14.859 0.001 -0.001 0.004
Si 29.929 13.621 14.884 0.001 -0.006 0.008
Si 58.275 17.148 33.335 -0.245 0.248 0.745
Si 52.894 1.606 0.268 0.089 -0.138 0.752
Si 50.73 3.847 0.186 -0.157 0.1 0.721
Si 53.442 6.535 0.163 -0.097 0.07 0.697
Si 50.109 9.818 0.059 0.159 -0.212 0.739
Si 52.979 12.417 0.132 0.158 -0.186 0.74
Si 55.927 14.799 0.202 -0.18 0.283 0.688
Si 58.902 1.13 0.435 -0.152 -0.072 0.684
Si 55.619 4.29 0.13 0.08 -0.213 0.733
Si 58.18 6.83 0.215 0.223 -0.059 0.657
Si 56.151 9.211 0.221 -0.062 0.13 0.722
Si 49.721 15.186 33.19 0.146 -0.357 0.658
Si 52.447 17.796 33.233 0.148 -0.185 0.695
Si 47.436 1.743 0.06 0.124 -0.166 0.705
Si 45.171 3.946 0.041 -0.191 0.144 0.694
Si 47.38 7.106 0.059 0.212 -0.203 0.746
Si 45.051 9.238 0.111 -0.171 0.216 0.659
Si 47.855 12.014 0.133 -0.165 0.162 0.785
Si 51.688 16.256 1.361 -0.002 -0.022 -0.032
Si 54.465 2.764 1.522 -0.002 0.013 -0.044
Si 51.831 5.438 1.479 0.016 0.001 -0.069
Si 54.532 8.105 1.511 0.02 -0.014 -0.054
Si 51.755 10.852 1.383 -0.009 0.018 -0.057
Si 54.445 13.582 1.526 -0.005 -0.008 -0.033
Si 57.147 16.336 1.511 -0.004 -0.004 -0.035
Si 43.604 2.721 1.301 0.008 -0.005 -0.047
Si 57.079 5.367 1.613 -0.019 -0.018 -0.034
Si 43.512 8.071 1.402 -0.012 0.005 -0.04
Si 57.249 10.868 1.466 0.003 0.025 -0.037
Si 43.676 13.686 1.239 0.006 0.022 -0.067
Si 46.344 16.383 1.288 -0.011 0.025 -0.054
Si 49.041 2.773 1.415 0.001 -0.001 -0.047
Si 46.311 5.479 1.381 0.013 -0.007 -0.043
Si 49.02 8.176 1.35 -0.008 0.013 -0.064
Si 46.228 10.861 1.353 0.019 -0.005 -0.042
Si 49.069 13.58 1.375 0.024 -0.01 -0.074
Si 50.324 1.302 2.743 0.02 0.002 0.022
Si 53.114 4.091 2.907 0.005 0.003 0.034
Si 50.381 6.813 2.723 -0.011 0 0.001
Si 53.09 9.481 2.763 0.014 0.022 0.004
Si 50.397 12.216 2.776 -0.019 -0.014 0.032
Si 53.062 14.972 2.811 -0.011 0.013 0.003
Si 55.807 1.378 2.86 -0.02 -0.015 0.006
Si 58.497 4.035 2.936 0.013 0.014 0.009
Si 55.788 6.764 2.969 -0.009 0.007 0.036
Si 58.56 9.488 2.864 -0.018 -0.017 0.01
Si 55.806 12.171 2.835 0.015 -0.007 0.005
Si 42.287 14.945 2.697 0.003 -0.009 0.031
Si 44.961 1.379 2.701 -0.014 -0.007 0.037
Si 47.691 4.145 2.754 -0.022 -0.001 0.021
Si 44.887 6.744 2.753 0.004 -0.011 0.03
Si 47.617 9.501 2.728 0.006 0.007 0.034
Si 44.917 12.272 2.665 -0.005 -0.001 -0.006
Si 47.676 14.984 2.661 -0.009 -0.009 -0.006
Si 48.975 16.298 4.116 0.006 0.01 0.007
Si 51.698 2.667 4.135 0.005 0.008 -0.024
Si 49.03 5.473 4.122 -0.002 -0.001 0.016
Si 51.713 8.148 4.128 0.003 -0.011 0.006
Si 48.983 10.863 4.098 0.008 -0.004 -0.014
Si 51.717 13.586 4.158 -0.011 -0.005 -0.005
Si 54.423 16.319 4.18 -0.003 -0.014 -0.001
Si 57.137 2.686 4.277 -0.016 0.015 -0.001
Si 54.422 5.424 4.305 -0.003 0.005 0.004
Si 57.167 8.159 4.249 0.004 -0.013 -0.017
Si 54.418 10.834 4.172 0.003 0.007 0.016
Si 57.135 13.549 4.223 0.009 0.006 -0.02
Si 43.598 16.33 4.063 0 0.011 -0.004
Si 46.304 2.744 4.069 0.008 -0.014 -0.01
Si 43.522 5.39 4.069 0.013 -0.004 0.022
Si 46.257 8.138 4.083 0.009 0.007 -0.008
Si 43.579 10.911 4.059 0.005 -0.02 0.002
Si 46.296 13.615 4.02 -0.003 0.017 0.014
Si 50.212 14.903 16.444 0.008 -0.002 -0.002
Si 52.95 1.285 16.44 -0.012 -0.004 0.009
Si 50.245 3.994 16.341 -0.014 -0.001 -0.016
Si 52.929 6.746 16.329 0.004 0 -0.024
Si 50.248 9.503 16.363 0.024 -0.012 -0.001
Si 52.94 12.21 16.413 0.01 -0.005 -0.003
Si 55.689 14.94 16.427 0.017 -0.005 -0.011
Si 42.098 1.345 16.358 0.004 -0.004 -0.001
Si 55.703 4.006 16.405 -0.003 0.024 -0.013
Si 42.147 6.727 16.259 -0.016 0.007 -0.007
Si 55.689 9.49 16.362 0.002 -0.006 -0.02
Si 42.133 12.257 16.271 0.005 0.002 -0.016
Si 44.853 14.949 16.357 0 0.013 -0.001
Si 47.5 1.264 16.42 -0.008 -0.013 0.01
Si 44.786 3.988 16.363 -0.028 0.008 0.01
Si 47.504 6.755 16.287 -0.006 0.006 -0.023
Si 44.845 9.487 16.294 0.005 0.018 -0.004
Si 47.534 12.217 16.383 0.005 0.001 0
Si 51.572 16.242 17.819 -0.003 0.002 0.018
Si 54.329 2.661 17.764 0.016 0.012 0.002
Si 51.579 5.372 17.685 0.012 0.01 -0.003
Si 54.295 8.11 17.64 0.009 0.002 -0.028
Si 51.532 10.899 17.781 -0.03 0.02 0.026
Si 54.323 13.561 17.76 0 0.017 -0.02
Si 57.075 16.272 17.796 0.003 -0.016 0.015
Si 43.41 2.675 17.812 -0.025 -0.001 0.008
Si 57.086 5.319 17.781 0.022 -0.005 -0.006
Si 43.486 8.104 17.608 -0.008 -0.032 0.029
Si 57.027 10.878 17.718 -0.018 0.001 -0.002
Si 43.486 13.598 17.676 -0.014 -0.015 0.012
Si 46.171 16.219 17.861 0.036 -0.027 -0.003
Si 48.903 2.628 17.709 0.018 0.012 -0.005
Si 46.159 5.388 17.641 0.027 0.005 0.001
Si 48.886 8.077 17.636 -0.015 -0.017 -0.02
Si 46.181 10.829 17.703 -0.01 0.007 0.011
Si 48.827 13.569 17.834 -0.006 -0.008 -0.013
Si 50.157 17.578 19.173 -0.033 -0.011 -0.032
Si 52.898 4.01 19.06 0.026 -0.011 -0.023
Si 50.186 6.701 19.021 -0.035 -0.015 -0.019
Si 52.967 9.496 18.979 0.026 -0.007 -0.041
Si 50.131 12.226 19.243 0.036 -0.028 -0.012
Si 52.941 14.846 19.154 -0.03 -0.016 -0.011
Si 55.728 17.667 19.135 0.035 0.001 -0.016
Si 42.043 4.028 19.245 -0.025 0.045 -0.013
Si 55.613 6.694 18.956 -0.013 -0.023 -0.025
Si 42.093 9.548 18.82 -0.005 0.004 -0.02
Si 55.713 12.245 19.12 0.004 0.017 -0.012
Si 58.42 14.866 19.147 0.006 -0.024 -0.036
Si 44.761 17.592 19.157 -0.045 -0.012 -0.003
Si 47.572 4.066 18.974 0.023 0.024 -0.022
Si 44.767 6.686 19.008 0.002 -0.003 -0.035
Si 47.558 9.41 18.998 -0.008 0.016 -0.002
Si 44.844 12.245 19.043 0.025 -0.005 -0.039
Si 47.493 14.841 19.342 -0.019 0.003 0.01
Si 48.817 16.272 20.716 0.02 0.008 0.064
Si 51.555 2.67 20.434 -0.003 0.021 0.055
Si 48.895 5.358 20.467 -0.01 0.01 0.075
Si 51.55 8.116 20.233 -0.008 0.023 0.054
Si 48.756 10.721 20.526 0.025 0.025 0.039
Si 51.534 13.594 20.627 -0.01 0.019 0.038
Si 54.36 16.252 20.386 -0.005 0.002 0.036
Si 57.048 2.612 20.663 0.003 0.036 0.025
Si 54.259 5.361 20.372 0.009 -0.007 0.081
Si 56.961 8.125 20.197 0.012 0.004 0.055
Si 54.28 10.902 20.362 -0.004 0.006 0.045
Si 57.079 13.507 20.578 0.027 0.001 0.089
Si 43.46 16.209 20.6 -0.009 -0.011 0.058
Si 46.174 2.753 20.276 0.019 0.034 0.025
Si 43.437 5.468 20.572 -0.013 -0.009 0.07
Si 46.207 8.011 20.28 0.015 -0.027 0.024
Si 43.394 10.867 20.216 -0.027 0.002 0.035
Si 46.115 13.397 20.7 0.014 0.003 0.081
Si 50.589 15.317 22.021 -0.261 -0.29 -0.715
Si 52.862 17.496 21.645 0.099 0.096 -0.678
Si 49.973 3.731 21.82 0.207 0.225 -0.697
Si 53.113 7.027 21.525 -0.229 -0.373 -0.602
Si 50.464 9.576 21.662 -0.262 -0.088 -0.723
Si 52.655 11.852 21.74 0.103 0.259 -0.71
Si 55.897 15.166 21.768 -0.055 -0.219 -0.721
Si 41.718 17.222 21.82 0.222 0.343 -0.729
Si 55.812 4.315 21.781 -0.28 -0.453 -0.578
Si 42.521 7.349 21.73 -0.061 -0.273 -0.764
Si 55.427 9.267 21.518 0.295 0.346 -0.534
Si 58.737 12.338 21.849 -0.277 -0.089 -0.673
Si 44.45 14.504 21.981 0.307 0.23 -0.737
Si 47.565 1.674 21.793 -0.096 -0.343 -0.659
Si 45.114 4.269 21.698 -0.26 -0.028 -0.645
Si 47.3 6.512 21.741 0.171 0.18 -0.719
Si 44.779 9.438 21.381 0.012 0.003 -0.534
Si 47.023 11.529 21.953 0.101 0.229 -0.715
Si 62.463 2.95 31.496 -0.058 -0.099 0.124
Si 53.542 2.063 24.466 -0.034 0.083 -0.154
Si 52.817 16.241 26.383 -0.064 -0.038 0.035
Si 57.946 14.65 25.97 -0.118 0.004 0.003
Si 52.553 9.756 25.912 0.047 -0.087 -0.121
Si 57.954 11.595 30.426 -0.025 -0.029 0.118
Si 57.329 6.937 30.665 0.03 -0.156 0.029
Si 48.978 18.243 26.597 0.074 -0.011 -0.013
Si 51.17 8.28 31.339 0.051 -0.075 0.137
Si 60.793 7.778 24.309 0.095 0.089 0.023
Si 55.733 3.938 24.831 -0.022 0.142 -0.08
Si 57.622 12.024 24.661 0.002 0.024 -0.072
Si 55.851 9.411 30.448 -0.043 0.116 0.115
Si 50.655 14.361 25.018 0.082 0.138 -0.202
Si 57.974 3.161 28.872 0.066 -0.004 0.056
Si 45.72 2.548 23.998 0.012 -0.055 -0.03
Si 62.593 11.636 29.404 -0.079 0.024 0.073
Si 49.656 6.051 26.154 -0.096 -0.058 -0.054
Si 51.828 12.977 28.546 -0.087 0.054 0.059
Si 48.918 8.116 23.952 -0.039 -0.062 -0.116
Si 41.546 17.853 24.824 -0.059 -0.105 -0.061
Si 51.371 11.21 30.867 -0.088 0.029 0.082
Si 50.348 6.296 29.197 -0.007 -0.139 0.064
Si 62.526 13.715 31.395 0.043 0.001 0.127
Si 48.015 15.213 26.196 0.043 0.131 0.039
Si 55.421 13.987 24.543 0.18 0.022 0.007
Si 50.426 15.404 30.14 0.004 -0.002 0.126
Si 54.233 14.721 28.487 0.042 0.076 0.198
Si 59.545 17.109 24.754 -0.062 -0.045 -0.145
Si 41.844 4.368 25.932 0.034 -0.023 0.065
Si 52.979 12.507 24.683 -0.029 -0.016 -0.096
Si 47.123 4.182 26.149 0.034 -0.083 -0.038
Si 54.24 5.816 26.736 0.033 0.113 0.034
Si 60.026 6.861 29.436 0.028 0.074 -0.042
Si 54.297 16.312 31.099 -0.023 0.085 0.117
Si 61.003 4.133 29.227 0.014 0.03 0.06
Si 54.552 8.685 27.927 0.054 -0.143 -0.085
Si 55.595 4.488 30.561 0.002 -0.029 0.024
Si 45.292 14.582 25.044 -0.071 -0.084 -0.117
Si 47.724 10.877 24.818 0.071 0.056 -0.114
Si 45.116 11.678 26.296 -0.091 0.065 0.023
Si 64.825 5.029 31.599 -0.058 0.113 0.071
Si 50.041 11.151 26.826 0.05 -0.049 0.049
Si 59.716 8.503 26.973 0.068 -0.149 -0.079
Si 60.423 9.786 30.619 -0.04 0.1 0.057
Si 57.327 14.341 28.983 -0.003 0.045 -0.002
Si 65.245 14.947 30.689 0.009 -0.002 0.104
Si 53.471 7.285 24.324 0.096 0.065 -0.07
Si 57.161 17.038 30.428 0.008 -0.037 0.077
Si 52.819 4.318 29.043 0.012 0.042 -0.052
Si 50.846 3.654 24.796 -0.105 -0.059 -0.117
Si 48.71 11.431 29.435 0.019 0.013 0.041
Si 51.299 17.898 28.578 -0.077 -0.096 0.014
Si 56.449 8.061 23.862 -0.01 0.054 -0.19
Si 50.329 14.938 5.489 -0.001 -0.003 0.005
Si 53.047 1.338 5.536 -0.003 0.007 -0.003
Si 50.343 4.058 5.479 0.005 0.005 0.005
Si 53.025 6.801 5.566 -0.005 0.004 0.017
Si 50.335 9.505 5.475 -0.009 -0.002 0.001
Si 53.063 12.215 5.519 -0.01 -0.002 0.003
Si 55.762 14.931 5.549 0.001 0.003 -0.005
Si 58.473 1.323 5.649 0.014 -0.001 0.007
Si 55.778 4.049 5.63 0.002 0.007 0.002
Si 58.477 6.79 5.65 -0.009 0.009 0.006
Si 55.764 9.497 5.573 -0.003 0.002 0.005
Si 58.479 12.198 5.605 -0.006 0.006 0.005
Si 44.932 14.951 5.414 0.01 0.004 0.005
Si 47.619 1.358 5.452 -0.008 0.013 0.006
Si 44.903 4.059 5.432 -0.009 -0.013 0.005
Si 47.624 6.799 5.46 -0.01 0.004 0.004
Si 44.909 9.524 5.422 0.007 0.007 0.01
Si 47.617 12.243 5.426 -0.002 -0.004 0.004
Si 51.676 16.292 6.871 0.002 -0.001 0.001
Si 54.387 2.682 6.935 0.007 -0.001 0.001
Si 51.669 5.409 6.885 0.009 0.001 -0.007
Si 54.395 8.143 6.926 0 -0.004 -0.004
Si 51.682 10.857 6.859 0.002 0.004 0.001
Si 54.4 13.571 6.903 0.002 -0.002 -0.003
Si 57.098 16.272 6.96 -0.006 0 -0.004
Si 59.839 2.676 7.008 0.004 0.002 -0.002
Si 57.118 5.418 6.988 0 0 0.002
Si 59.844 8.14 7.003 0.009 0.006 -0.001
Si 57.109 10.849 6.955 0 -0.002 -0.003
Si 59.833 13.542 6.99 -0.002 -0.007 -0.007
Si 46.257 16.309 6.802 0.003 0 0.004
Si 48.967 2.707 6.832 0.006 -0.01 -0.007
Si 46.251 5.426 6.798 0.008 -0.002 -0.003
Si 48.97 8.148 6.837 -0.003 -0.002 -0.001
Si 46.256 10.879 6.793 -0.005 -0.012 -0.003
Si 48.958 13.579 6.829 -0.002 0.005 -0.001
Si 50.306 1.34 8.212 0.001 0.01 -0.002
Si 53.018 4.053 8.265 -0.003 0.012 -0.003
Si 50.298 6.774 8.221 -0.005 -0.008 -0.011
Si 53.021 9.506 8.255 0.01 -0.004 -0.007
Si 50.307 12.216 8.201 -0.001 -0.003 -0.005
Si 53.024 14.931 8.244 -0.003 -0.002 -0.005
Si 55.736 1.319 8.302 -0.008 -0.001 0
Si 58.478 4.053 8.34 0.004 0.008 -0.008
Si 55.735 6.778 8.308 0.001 -0.001 -0.003
Si 58.465 9.498 8.334 -0.002 -0.01 -0.01
Si 55.743 12.219 8.29 0.008 0.001 -0.005
Si 58.465 14.919 8.321 0 0.001 -0.003
Si 44.879 1.338 8.153 -0.011 -0.002 0.001
Si 47.591 4.061 8.179 -0.01 -0.002 -0.003
Si 44.87 6.792 8.131 -0.003 0.011 -0.007
Si 47.595 9.511 8.173 0.016 0.013 -0.001
Si 44.874 12.229 8.139 0.005 0.002 -0.004
Si 47.596 14.944 8.177 -0.003 0.005 -0.006
Si 48.939 16.295 9.558 0.002 -0.006 0.003
Si 51.647 2.687 9.603 0.009 -0.003 0
Si 48.934 5.409 9.566 0.005 0.011 0
Si 51.654 8.13 9.59 0.005 -0.005 -0.004
Si 48.94 10.859 9.554 -0.001 -0.008 0.001
Si 51.652 13.569 9.583 -0.001 -0.002 -0.001
Si 54.366 16.278 9.637 0.001 -0.001 -0.001
Si 57.101 2.68 9.662 0.006 0.012 -0.005
Si 54.369 5.405 9.638 0.004 0 0
Si 57.1 8.129 9.672 0.001 0.008 -0.004
Si 54.373 10.856 9.631 -0.002 0.007 -0.001
Si 57.097 13.563 9.669 -0.006 -0.009 -0.002
Si 43.513 16.3 9.503 0.004 -0.008 0.006
Si 46.227 2.693 9.526 0.006 -0.002 0.002
Si 43.506 5.424 9.48 0.001 -0.001 -0.001
Si 46.221 8.141 9.513 -0.001 -0.006 -0.005
Si 43.502 10.866 9.487 -0.002 -0.004 0
Si 46.221 13.583 9.519 0 0.005 0
Si 50.284 14.93 10.93 0.008 0.002 0
Si 52.993 1.321 10.975 -0.003 0.006 0.002
Si 50.273 4.042 10.95 -0.007 0.009 0.006
Si 52.993 6.767 10.971 0.004 0.004 -0.003
Si 50.282 9.494 10.928 0.002 0.003 -0.003
Si 52.996 12.217 10.965 0.002 0 -0.005
Si 55.723 14.926 11.008 0.004 0.002 -0.002
Si 58.46 1.324 11.028 -0.003 -0.001 0
Si 55.728 4.042 10.997 -0.005 0.003 -0.005
Si 58.461 6.766 11.033 0.004 -0.002 -0.001
Si 55.726 9.495 11.003 0 -0.008 -0.005
Si 58.454 12.211 11.04 0 0.011 0.003
Si 44.857 14.938 10.878 0 0.002 -0.001
Si 47.566 1.328 10.908 -0.002 0.002 -0.001
Si 44.849 4.055 10.86 -0.005 0.005 -0.001
Si 47.559 6.772 10.897 0 -0.003 -0.001
Si 44.855 9.503 10.86 0.003 -0.005 -0.001
Si 47.57 12.224 10.893 0.001 -0.003 -0.004
Si 51.622 16.278 12.319 0.002 -0.004 0
Si 54.36 2.673 12.334 0.012 0.005 -0.003
Si 51.63 5.397 12.318 0.011 0.006 0.008
Si 54.351 8.124 12.331 0.003 -0.003 -0.007
Si 51.624 10.855 12.305 0.01 -0.008 -0.003
Si 54.341 13.57 12.345 -0.006 -0.008 -0.001
Si 57.086 16.283 12.369 -0.006 -0.003 0.003
Si 59.83 2.674 12.391 -0.001 0.012 0.005
Si 57.086 5.394 12.363 0.001 -0.004 0.002
Si 59.831 8.119 12.392 0.006 0.01 0.001
Si 57.079 10.847 12.378 -0.003 -0.01 0.007
Si 59.819 13.574 12.395 0.009 -0.003 0.004
Si 46.202 16.285 12.261 0.001 -0.007 0.001
Si 48.908 2.669 12.3 -0.002 -0.01 0.004
Si 46.205 5.391 12.244 -0.004 0.008 0.002
Si 48.91 8.13 12.265 0.007 -0.003 -0.002
Si 46.201 10.865 12.236 0.007 0.004 0.002
Si 48.916 13.571 12.279 0 0.004 0.003
Si 50.25 1.301 13.679 0 0 0.006
Si 52.99 4.024 13.678 0.009 -0.007 0.005
Si 50.242 6.76 13.643 -0.013 0.012 0.009
Si 52.976 9.49 13.662 0.006 -0.003 -0.007
Si 50.262 12.217 13.66 0.011 -0.014 0.003
Si 52.967 14.924 13.698 0 0.013 0.005
Si 55.704 1.312 13.71 -0.001 0.005 0.001
Si 58.442 4.027 13.723 -0.004 0.01 0.006
Si 55.702 6.756 13.692 -0.005 0.016 -0.008
Si 58.452 9.478 13.724 0.007 -0.013 0.009
Si 55.694 12.215 13.709 -0.001 0.011 0.007
Si 58.453 14.942 13.74 -0.011 0 0.004
Si 44.826 1.325 13.601 -0.006 0.004 0.001
Si 47.521 4.011 13.645 0.003 0.014 0.007
Si 44.839 6.758 13.575 0.004 0 -0.001
Si 47.556 9.51 13.604 -0.01 -0.001 -0.004
Si 44.845 12.223 13.601 -0.001 -0.001 0.003
Si 47.552 14.924 13.636 0.002 0.001 0.005
Si 48.881 16.26 15.045 0.003 0.001 0.008
Si 51.633 2.647 15.025 0.014 0.008 0.001
Si 48.886 5.372 14.985 0.001 0 0
Si 51.592 8.135 14.993 0.017 0.003 -0.005
Si 48.89 10.861 15.005 -0.007 0.01 0.013
Si 51.591 13.575 15.055 -0.003 -0.001 0.007
Si 54.324 16.279 15.062 0.004 -0.007 0.007
Si 57.077 2.651 15.069 -0.003 0.004 -0.001
Si 54.346 5.382 15.039 0.005 0 0.001
Si 57.065 8.108 15.047 0.005 -0.005 -0.008
Si 54.307 10.853 15.041 -0.007 -0.02 0.005
Si 57.055 13.584 15.06 -0.008 0.004 0.001
Si 43.482 16.313 14.996 0.009 0.016 -0.002
Si 46.163 2.633 15.019 -0.007 -0.018 -0.002
Si 43.501 5.368 14.926 0.005 0.01 0.01
Si 46.189 8.137 14.922 0 -0.008 -0.001
Si 43.481 10.856 14.94 -0.001 -0.013 0.005
Si 46.191 13.571 14.994 -0.002 -0.009 0.006
O 67.543 16.241 22.909 0.141 0.374 -0.064
O 62.284 10.705 22.066 0 0.004 0.22
O 16.442 4.139 32.075 -0.002 0.109 -0.3
O 15.577 16.175 33.133 0.019 -0.008 -0.378
O 69.66 17.965 23.495 0.149 -0.465 0.376
O 7.914 16.619 24.634 -0.2 0.251 -0.045
O 66.407 8.836 23.24 0.226 -0.2 0.467
O 66.606 4.438 23.241 0.098 0.366 0.073
O 70.693 14.941 32.345 -0.122 -0.228 -0.192
O 7.855 4.609 22.497 0.219 0.005 0.102
O 61.155 16.992 24.739 0.149 0.417 0.391
O 8.493 17.585 32.254 -0.201 0.424 -0.002
O 66.472 10.17 26.262 -0.445 -0.234 0.111
O 70.845 7.722 25.501 0.086 0.614 0.281
O 9.658 13.427 28.4 0.328 -0.393 0.309
O 67.018 5.454 28.05 0.075 -0.313 -0.321
O 7.105 14.504 28.381 -0.031 -0.07 0.15
O 8.288 16.384 21.904 0.093 -0.09 0.185
O 72.123 3.542 32.565 0.461 -0.479 -0.061
O 11.971 3.445 32.228 -0.205 -0.014 -0.345
O 64.209 7.51 22.815 -0.119 0.166 0.159
O 16.008 13.257 29.499 0.153 0.103 -0.288
O 60.91 3.793 23.242 -0.222 -0.406 0.245
O 62.661 5.422 22.172 0.129 0.108 0.563
O 7.72 2.62 30.237 0.383 0.246 -0.606
O 60.556 6.244 23.891 -0.409 -0.044 -0.467
O 5.667 8.366 22.385 0.162 -0.079 0.121
O 8.769 16.47 29.866 0.473 -0.249 0.218
O 68.494 7.183 32.527 0.101 -0.207 -0.077
O 12.053 14.506 32.209 -0.253 0.242 -0.488
O 8.575 6.763 32.128 0.062 0.513 -0.152
O 66.587 13.831 23.181 -0.522 -0.15 0.112
O 14.741 11.107 30.06 0.029 -0.317 0.319
O 9.103 11.651 32.216 0.469 -0.164 -0.18
O 60.724 9.739 27.16 -0.123 0.267 0.281
O 7.705 9.485 27.694 -0.182 0.093 0.541
O 5.931 5.116 25.895 -0.223 0.029 -0.336
O 69.227 15.943 30.308 -0.512 -0.564 -0.038
O 11.199 9.598 32.102 -0.039 0.345 0.114
O 10.22 17.972 28.46 -0.338 0.587 -0.226
O 70.346 3.959 28.084 0.149 0.126 0.076
O 62.274 10.973 25.311 -0.533 0.044 -0.23
O 12.965 7.899 33.005 0.162 -0.119 -0.284
O 69.055 12.816 23.463 0.386 0.27 0.199
O 13.88 17.951 32.293 -0.219 -0.267 -0.37
O 9.735 10.4 30.062 -0.105 -0.118 -0.547
O 10.291 16.088 33.225 0.079 -0.074 -0.443
O 9.368 6.114 29.607 -0.139 -0.727 -0.059
O 10.388 16.106 24.506 -0.311 -0.573 0.231
O 57.814 3.538 27.316 -0.303 0.245 -0.128
O 9.142 11.366 25.061 0.455 -0.232 0.098
O 66.604 11.355 30.303 -0.385 -0.453 0.003
O 67.582 16.274 28.258 0.202 -0.308 -0.133
O 66.218 14.782 31.988 0.359 -0.267 -0.19
O 12.286 17.754 24.355 -0.17 0.324 0.434
O 7.386 7.748 30.073 -0.073 0.044 -0.454
O 70.163 10.612 33.23 -0.013 0.146 -0.377
O 8.835 4.443 24.865 0.258 0.047 -0.094
O 8.179 13.907 25.013 -0.011 -0.155 0.379
O 6.533 14.909 23.257 -0.625 -0.344 0.195
O 69.179 6.92 23.563 -0.436 -0.437 0.172
O 70.491 3.397 30.611 -0.187 -0.336 0.436
O 68.45 9.519 27.99 -0.28 0.022 0.267
O 61.012 5.642 29.862 0.344 0.089 0.403
O 64.127 3.927 27.1 0.234 0.364 0.503
O 60.724 8.74 23.018 -0.23 -0.063 0.127
O 64.797 7.839 25.285 0.406 -0.364 0.212
O 11.042 8.022 29.994 0.276 -0.321 0.253
O 70.185 5.27 33.225 0.145 -0.061 -0.6
O 9.743 6.292 23.18 0.175 -0.145 0.527
O 14.603 6.019 32.172 0.153 0.251 -0.22
O 7.733 9.981 23.171 0.153 0.243 0.052
O 68.295 12.01 32.178 -0.111 0.366 -0.118
O 58.527 6.333 29.769 -0.035 -0.275 -0.132
O 5.814 2.941 22.008 -0.117 0.161 0.394
O 65.157 2.595 22.252 -0.026 -0.076 0.384
O 63.369 15.52 25.133 -0.133 -0.488 0.043
O 9.966 12.96 23.347 0.203 -0.027 0.132
O 67.948 10.826 22.319 -0.061 -0.105 0.363
O 65.597 5.212 30.194 -0.087 -0.185 -0.318
O 14.624 15.412 27.299 0.202 -0.001 0.254
O 11.187 8.246 22.352 -0.314 0.151 0.447
O 63.266 17.249 23.152 -0.089 0.101 0.339
O 7.138 5.185 30.523 -0.462 0.058 -0.227
O 68.284 4.466 29.921 -0.013 -0.046 0.411
O 71.63 16.841 30.872 -0.16 -0.193 -0.348
O 7.604 16.95 27.646 -0.184 0.48 -0.235
O 65.489 16.33 29.871 -0.205 0.294 0.194
O 11.625 6.016 28.267 0.627 0.004 0.182
O 26.581 5.276 32.976 -0.145 -0.094 -0.48
O 64.66 11.948 25.681 -0.046 0.261 0.362
O 16.764 14.25 31.93 0.14 -0.207 0.032
O 36.474 14.841 30.461 -0.439 0.038 -0.416
O 58.049 14.73 27.582 0.461 0.103 0.189
O 24.899 8.742 30.435 -0.169 0.048 -0.226
O 10.255 5.145 33.163 -0.07 0.021 -0.281
O 69.546 17.311 32.466 -0.034 0.085 -0.267
O 70.483 9.044 29.682 -0.335 -0.307 0.05
O 61.737 15.086 23.086 0.158 -0.039 0.406
O 70.312 16.28 28.008 0.038 -0.101 -0.074
O 11.19 13.877 21.423 0.18 -0.04 -0.107
O 10.551 13.468 25.936 0.445 -0.147 -0.042
O 43.78 10.758 26.419 0.024 0.203 0.282
O 66.492 5.53 25.518 -0.714 0.184 -0.052
O 72.724 13.418 33.144 -0.02 0.034 -0.639
O 20.524 8.644 24.618 0.169 0.355 -0.339
O 12.546 15.409 23.066 0.422 -0.191 0.209
O 56.096 9.422 23.02 -0.081 0.415 0.293
O 68.229 17.397 25.412 -0.145 0.002 0.553
O 13.959 12.699 32.489 0.03 -0.064 -0.186
O 52.153 7.217 32.065 0.108 -0.071 -0.446
O 15.672 10.776 33.102 0.12 0.089 -0.269
O 68.765 6.391 26.181 0.461 -0.316 0.299
O 18.267 10.064 25.393 0.106 0.284 0.217
O 7.556 3.454 26.968 0.057 -0.302 0.307
O 38.071 8.26 21.883 -0.18 0.076 0.263
O 19.42 7.385 32.028 0.111 -0.054 -0.229
O 66.183 8.434 32.306 -0.431 -0.379 -0.439
O 8.759 8.845 25.4 0.249 -0.372 -0.256
O 56.866 8.314 25.37 -0.053 -0.341 0.081
O 19.999 12.139 29.514 0.527 -0.323 -0.142
O 65.751 18.232 27.962 0.153 0.219 0.276
O 23.559 14.307 26.584 -0.079 -0.066 0.175
O 44.867 13.086 25.522 -0.046 0.051 -0.001
O 7.983 12.569 30.036 -0.505 0.445 0.307
O 9.886 7.922 27.668 0.182 0.117 -0.079
O 15.93 5.609 29.971 -0.138 0.066 -0.644
O 67.52 2.575 33.17 -0.134 -0.129 -0.294
O 19.385 9.651 30.565 0.548 -0.127 -0.428
O 49.847 18.252 27.962 -0.152 0.21 0.245
O 12.332 10.202 29.781 0.329 -0.514 -0.262
O 18.8 16.136 22.108 -0.273 0.123 0.43
O 13.084 9.861 23.409 -0.17 0.452 0.284
O 33.219 4.415 31.977 -0.026 0.287 -0.236
O 32.038 16.268 32.972 0.012 0.233 -0.547
O 20.503 17.752 23.154 -0.073 -0.233 0.524
O 21.941 2.055 25.245 0.361 -0.283 0.066
O 17.397 9.748 23.016 0.107 -0.362 0.227
O 18.017 4.528 22.996 0.173 0.496 0.134
O 22.183 15.597 32.194 0.362 0.188 -0.103
O 23.891 5.337 22.428 0.456 0.205 -0.132
O 13.567 10.241 26.113 -0.236 -0.093 0.233
O 25.258 18.004 31.819 -0.383 0.28 -0.152
O 23.301 12.204 24.166 0.146 0.166 0.425
O 21.076 6.281 25.613 -0.448 -0.248 -0.064
O 23.831 11.782 29.884 -0.299 0.303 0.164
O 17.69 7.662 29.998 -0.113 0.2 -0.203
O 26.067 13.764 25.756 -0.254 -0.05 -0.109
O 24.365 16.254 22.093 -0.206 -0.071 0.398
O 13.732 5.447 22.058 -0.163 -0.071 0.36
O 28.306 3.497 32.081 -0.272 -0.192 -0.272
O 15.598 6.972 23.061 0.455 -0.034 -0.003
O 30.685 12.915 27.918 0.446 0.303 0.107
O 12.24 3.327 22.587 -0.433 0.054 0.271
O 48.875 11.511 25.762 -0.133 0.263 0.134
O 23.663 4.331 29.518 0.717 -0.442 0.256
O 14.006 7.927 24.909 -0.441 -0.166 0.269
O 21.811 8.332 21.777 0.122 -0.034 0.16
O 24.115 17.766 29.426 -0.196 0.492 -0.044
O 32.126 10.807 28.474 -0.011 -0.536 0.058
O 28.755 14.658 32.204 -0.146 0.047 -0.316
O 22.832 8.847 32.045 0.061 -0.096 -0.443
O 21.458 13.524 25.393 -0.68 -0.02 0.097
O 17.226 15.525 27.169 0.442 -0.287 -0.063
O 25.543 12.054 31.919 0.283 -0.249 0.093
O 12.59 12.76 30.34 -0.644 0.242 -0.091
O 14.11 3.286 24.409 0.252 0.128 -0.101
O 22.764 5.603 27.455 0.501 0.172 -0.255
O 24.671 3.827 27.154 0.371 -0.197 0.327
O 18.35 2.518 32.85 -0.021 0.021 -0.12
O 18.531 5.241 29.865 0.091 0.067 0.449
O 31.15 11.849 23.383 0.365 0.338 0.155
O 26.618 18.541 29.537 -0.005 0.31 -0.027
O 20.085 17.958 26.982 -0.266 -0.131 -0.437
O 14.615 12.608 25.801 -0.259 0.221 -0.088
O 29.495 8.011 32.694 -0.003 0.128 -0.292
O 20.963 12.704 22.935 -0.125 0.321 0.398
O 30.088 17.844 32.111 0.092 -0.221 -0.227
O 41.18 10.503 27.085 -0.031 0.189 0.7
O 20.39 9.839 26.926 -0.076 0.544 0.351
O 26.773 16.242 32.965 0.078 -0.115 -0.401
O 52.151 17.333 27.345 0.287 0.051 0.023
O 28.441 17.788 27.637 0.469 -0.459 0.091
O 15.875 17.248 25.812 -0.245 0.143 -0.505
O 15.953 14.652 25.049 0.239 0.374 -0.573
O 21.255 7.606 27.981 -0.295 -0.156 0.492
O 17.486 11.177 29.801 -0.143 -0.069 -0.253
O 18.592 14.184 28.842 -0.474 -0.247 0.08
O 20.487 14.586 30.531 0.2 -0.337 0.289
O 19.91 3.599 24.55 0.277 0.044 0.115
O 22.711 14.571 23.181 -0.129 0.302 0.418
O 22.168 3.106 27.68 -0.394 0.119 0.36
O 32.778 2.574 30.155 -0.119 -0.54 0.112
O 17.527 2.266 27.494 -0.126 0.205 0.32
O 29.388 10.398 24.909 -0.278 -0.058 -0.438
O 21.126 10.679 32.899 0.14 0.041 -0.581
O 9.546 1.875 23.13 -0.002 0.383 0.126
O 24.406 5.313 24.971 -0.402 0.056 0.228
O 19.515 2.993 29.135 -0.128 -0.153 0.195
O 64.04 17.798 26.066 -0.432 0.163 -0.297
O 20.514 6.554 23.057 -0.297 -0.543 0.207
O 58.99 17.579 23.304 0.213 0.511 -0.151
O 21.143 4.839 30.173 -0.23 0.221 0.382
O 16.969 12.133 24.548 0.581 0.323 -0.12
O 15 5.516 25.235 0.156 -0.106 0.092
O 15.268 3.36 26.68 0.103 -0.009 0.638
O 57.549 15.495 30.105 0.36 -0.266 0.385
O 12.809 4.634 26.307 -0.092 0.342 -0.315
O 16.575 7.476 25.465 0.136 0.474 -0.242
O 59.829 13.498 22.24 -0.113 0.16 0.468
O 21.058 5.517 33.02 0.194 -0.111 -0.12
O 22.898 7.248 24.041 0.093 0.493 -0.056
O 30.775 3.928 31.305 0.021 0.423 -0.094
O 23.537 9.992 22.816 0.116 -0.163 0.165
O 19.058 11.926 31.913 -0.279 0.394 -0.095
O 10.164 4.279 27.006 -0.353 0.193 0.417
O 22.093 3.49 22.999 0.124 -0.179 0.277
O 16.32 2.796 22.004 0.055 -0.056 0.656
O 12.731 15.559 25.631 0.053 -0.319 -0.256
O 25.588 11.648 23.003 0.382 -0.345 0.53
O 53.149 9.146 27.282 -0.507 -0.063 0.337
O 31.998 6.866 32.294 -0.067 -0.167 -0.34
O 19.273 11.052 21.971 -0.039 -0.252 0.214
O 40.027 17.345 25.098 -0.241 -0.446 -0.223
O 22.982 4.273 31.964 0.574 -0.386 -0.232
O 17.173 6.271 27.788 -0.104 0.032 -0.128
O 14.186 17.725 22.592 -0.015 -0.671 0.463
O 33.424 7.52 25.024 0.726 0.301 0.171
O 38.074 16.922 29.998 -0.312 0.413 0.028
O 23.641 15.21 29.295 -0.492 -0.394 -0.031
O 28.87 2.206 25.087 -0.097 0.008 0.394
O 16.581 15.72 29.758 -0.001 0.503 0.215
O 29.187 2.5 29.827 0.303 -0.228 -0.273
O 57.059 5.34 21.815 0.245 -0.265 -0.032
O 14.146 3.778 30.797 -0.163 0.2 -0.656
O 61.924 3.022 29.977 0.005 -0.343 -0.472
O 44.882 18.067 25.107 -0.188 0.198 0.09
O 21.68 16.869 29.954 -0.164 0.396 -0.21
O 15.544 10.014 24.624 -0.038 0.111 -0.094
O 71.367 8.54 32.233 0.059 -0.587 -0.153
O 27.843 4.013 28.078 0.042 0.231 0.302
O 59.482 3.594 29.259 0.058 0.068 0.442
O 64.226 9.97 23.915 -0.179 0.145 -0.108
O 21.103 14.134 27.974 -0.033 0.314 -0.141
O 27.191 13.562 22.212 -0.098 0.044 0.307
O 25.65 15.388 27.688 0.259 0.285 0.023
O 22.518 16.904 27.468 0.116 -0.506 -0.535
O 17.345 2.966 25 -0.013 -0.415 -0.175
O 23.786 13.614 32.913 -0.117 -0.037 -0.322
O 35.023 16.527 24.842 -0.446 0.167 0.408
O 23.026 6.666 30.58 -0.086 0.224 -0.358
O 63.686 14.807 31.127 -0.284 0.296 -0.07
O 26.362 10.874 29.854 0.55 0.205 -0.158
O 40.184 9.483 22.823 -0.007 -0.205 0.328
O 31.916 10.887 32.927 0.158 -0.033 -0.323
O 18.194 5.394 25.493 0.133 -0.022 0.161
O 18.886 7.759 26.483 0.232 -0.173 0.312
O 41.507 4.06 30.394 0.18 -0.056 -0.098
O 7.371 6.502 24.209 -0.147 0.593 -0.429
O 27.115 6.444 27.386 -0.228 -0.158 0.012
O 17.386 9.043 32.164 -0.093 -0.17 -0.26
O 24.809 10.203 25.07 0.446 -0.125 -0.036
O 9.478 2.066 25.737 0.397 -0.216 0.293
O 63.833 3.779 31.547 0.121 -0.229 -0.32
O 18.78 16.8 28.922 0.163 -0.003 0.575
O 29.807 12.275 32.052 -0.168 -0.35 -0.402
O 35.467 2.791 25.084 0.284 0.027 0.567
O 25.967 16.067 30.184 0.507 -0.149 0.402
O 40.824 12.793 29.344 0.248 0.093 -0.142
O 32.339 5.105 29.541 -0.472 -0.064 -0.371
O 57.062 16.204 22.259 -0.098 0.019 0.411
O 30.199 15.4 27.881 -0.347 0.331 0.152
O 24.562 10.59 27.68 0.646 0.384 0.272
O 41.695 6.353 28.909 -0.254 -0.031 -0.349
O 35.212 16.375 21.822 -0.049 0.065 0.094
O 29.549 10.476 22.038 -0.012 -0.129 0.159
O 49.464 4.301 32.05 0.308 0.177 -0.383
O 48.453 16.176 32.9 -0.04 0.056 -0.47
O 37.136 5.501 25.207 -0.238 -0.187 -0.139
O 38.875 2.978 26.413 -0.134 0.185 -0.291
O 33.828 8.861 22.888 0.33 -0.019 0.101
O 34.206 4.219 23.236 0.14 0.471 0.176
O 38.314 15.511 32.224 0.009 0.076 -0.235
O 40.696 4.866 22.563 0.687 -0.117 -0.221
O 34.749 2.586 32.926 -0.092 0.11 -0.175
O 41.472 18.282 32.041 -0.076 0.031 -0.085
O 38.449 13.469 25.252 0.628 0.306 0.064
O 39.152 6.517 23.833 -0.009 0.455 0.324
O 45.046 12.345 30.295 -0.624 0.005 -0.104
O 39.774 10.556 30.156 -0.15 0.087 -0.193
O 40.606 16.063 22.07 0.098 -0.107 0.369
O 39.504 5.732 30.235 -0.235 0.434 -0.162
O 44.88 3.416 32.037 -0.191 -0.317 -0.283
O 31.766 7.201 22.921 -0.155 -0.194 0.506
O 48.54 12.998 29.081 0.345 0.116 -0.175
O 28.422 3.439 22.776 -0.697 -0.017 0.153
O 29.91 5.522 22.019 -0.247 -0.112 0.45
O 45.695 11.954 27.788 0.151 0.504 -0.021
O 31.702 9.411 24.287 0.097 0.074 -0.082
O 58.343 11.625 23.268 0.155 -0.33 0.145
O 40.515 17.925 29.665 -0.019 -0.032 -0.053
O 34.849 6.852 32.203 -0.092 0.063 -0.317
O 44.716 14.375 31.963 -0.277 -0.184 -0.423
O 41.546 6.52 31.577 0.077 0.311 -0.275
O 32.771 15.625 27.153 0.272 -0.202 -0.373
O 47.225 10.897 29.753 0.082 -0.561 0.45
O 41.494 11.848 31.776 0.563 0.079 -0.045
O 31.007 3.674 26.779 -0.449 -0.092 0.585
O 30.464 4.027 24.256 0.481 0.239 -0.316
O 38.921 5.492 27.154 0.299 0.373 0.106
O 41.08 4.05 27.334 0.297 -0.074 0.561
O 36.456 4.739 27.531 -0.091 -0.255 -0.384
O 33.117 6.727 27.549 0.027 0.279 -0.007
O 43.94 9.705 31.813 -0.083 0.33 -0.143
O 43.032 18.244 29.914 0.026 -0.277 0.239
O 12.167 3.388 28.397 0.507 0.044 0.145
O 28.123 13.724 27.513 -0.506 0.312 0.445
O 45.766 7.982 32.756 -0.088 -0.122 -0.214
O 37.233 12.308 23.103 0.054 -0.349 0.402
O 46.873 18.022 32.036 0.272 -0.342 -0.372
O 12.079 14.533 27.872 0.139 -0.156 0.252
O 33.138 12.464 30.266 0.183 -0.368 0.406
O 43.002 16.212 32.787 -0.043 -0.161 -0.406
O 54.882 2.609 25.172 0.338 -0.353 0.629
O 44.392 17.708 27.672 0.336 -0.332 0.137
O 26.561 17.801 25.978 -0.309 0.174 0.504
O 34.459 13.936 25.558 -0.636 -0.194 -0.191
O 38.937 9.094 26.678 0.319 -0.319 -0.224
O 40.097 15.335 29.534 0.606 0.135 0.175
O 35.102 14.786 27.933 0.385 0.393 0.281
O 33.671 14.333 32.103 0.542 0.041 0.023
O 38.921 8.858 31.918 0.334 -0.579 -0.06
O 38.971 3.554 28.962 -0.216 -0.308 -0.111
O 50.452 15.011 31.723 0.541 -0.226 -0.342
O 33.866 14.719 23.197 -0.5 -0.46 0.236
O 33.186 2.535 27.575 0.01 0.199 -0.038
O 38.555 8.423 29.209 0.493 -0.321 -0.048
O 37.561 10.803 33.086 -0.025 -0.163 0.026
O 26.173 17.513 23.324 0.619 0.054 0.146
O 41.634 3.13 24.947 -0.259 0.05 -0.444
O 35.181 3.147 29.193 0.359 -0.052 0.231
O 38.83 14.369 22.884 0.14 -0.095 0.225
O 36.651 6.332 22.85 -0.751 0.068 0.371
O 24.82 16.145 25.208 -0.482 -0.244 -0.297
O 34.845 5.771 29.261 0.373 0.33 0.378
O 53.709 15.504 29.822 -0.5 -0.017 0.01
O 31.518 5.977 25.629 -0.433 0.215 -0.341
O 12.652 17.118 27.832 0.299 0.076 -0.057
O 27.431 8.485 22.155 -0.125 0.091 0.519
O 29.067 5.34 26.125 0.118 0.226 -0.228
O 66.016 3.011 25.514 0.194 -0.456 -0.044
O 57.736 7.34 23.17 0.422 -0.056 0.485
O 37.178 5.399 32.852 -0.136 0.157 -0.097
O 54.088 15.683 27.203 0.344 0.191 -0.302
O 47.15 4.041 30.82 -0.174 0.189 -0.421
O 55.144 14.716 23.133 -0.623 -0.12 0.024
O 48.894 15.533 29.656 -0.335 0.529 0.054
O 47.724 2.893 26.917 -0.233 -0.013 0.665
O 38.245 4.187 23.063 -0.33 -0.502 0.27
O 32.599 2.671 21.999 0.047 -0.039 0.409
O 30.794 15.09 25.321 0.527 -0.089 -0.321
O 41.673 11.58 23.06 0.079 0.15 0.281
O 43.696 8.439 22.147 -0.109 -0.143 0.504
O 47.684 6.283 32.057 -0.058 0.174 -0.402
O 35.359 10.799 22.09 -0.027 -0.066 0.511
O 36.389 12.307 29.349 -0.229 0.157 -0.295
O 38.765 3.671 31.7 0.333 -0.367 -0.149
O 49.037 5.621 29.868 -0.366 -0.217 -0.398
O 30.423 17.969 23.013 -0.198 -0.315 0.365
O 37.116 10.115 30.503 -0.154 0.003 0.5
O 68.919 18.313 29.069 -0.253 -0.052 -0.174
O 51.661 15.211 25.949 0.078 0.025 0.194
O 22.518 12.113 27.486 -0.134 -0.096 -0.23
O 49.294 14.288 25.872 0.112 -0.219 0.09
O 45.63 18.475 29.828 0.316 -0.426 -0.21
O 45.79 10.446 22.235 -0.061 0.136 0.432
O 46.574 14.454 30.123 -0.233 0.567 -0.149
O 25.488 7.115 23.274 0.086 0.445 0.468
O 34.02 12.407 27.698 -0.114 -0.061 -0.345
O 68.197 9.468 31.199 0.235 -0.251 -0.02
O 63.611 12.409 23.351 0.316 0.659 0.3
O 43.094 5.105 32.955 -0.101 -0.21 -0.27
O 44.083 3.877 28.61 0.054 0.365 0.389
O 33.233 7.509 30.116 -0.347 0.308 -0.332
O 46.887 14.85 25.103 0.101 -0.149 -0.281
O 38.538 13.287 30.423 0.11 -0.1 0.532
O 43.263 13.41 22.208 -0.175 0.225 0.111
O 58.422 13.199 25.433 0.751 -0.241 0.238
O 39.203 16.965 27.6 -0.172 -0.129 -0.011
O 32.841 2.751 25.058 -0.149 -0.13 -0.617
O 40.073 13.619 32.932 -0.11 0.035 -0.236
O 56.393 14.857 25.504 -0.436 0.592 0.363
O 36.442 14.62 23.942 -0.037 0.183 -0.135
O 47.381 14.85 27.635 -0.669 0.214 -0.14
O 38.738 13.977 27.882 -0.226 0.32 -0.219
O 50.97 10.006 26.151 -0.386 -0.418 -0.076
O 31.175 17.446 26.424 -0.489 0.028 0.091
O 48.363 10.665 32.969 0.086 0.093 -0.503
O 34.016 5.004 25.727 0.457 0.109 0.182
O 36.721 9.858 27.975 -0.189 0.277 -0.655
O 29.631 10.554 27.51 -0.082 -0.376 0.604
O 54.761 7.084 27.638 0.25 -0.194 0.073
O 45.898 4.797 26.968 0.162 0.092 -0.064
O 33.539 9.058 32.146 0.28 0.315 -0.522
O 42.059 9.584 24.824 0.225 -0.49 -0.168
O 24.706 2.683 24.807 -0.52 -0.054 -0.388
O 59.128 18.235 25.816 0.17 -0.291 0.423
O 27.888 8.883 26.53 0.041 -0.117 -0.358
O 46.837 12.746 32.122 -0.106 0.101 -0.207
O 6.225 15.278 25.985 -0.437 -0.254 -0.129
O 59.653 4.442 25.547 0.095 0.183 0.163
O 63.26 9.149 27.021 0.185 -0.116 0.529
O 43.209 8.129 29.833 -0.026 -0.207 0.431
O 53.187 17.213 31.879 0.11 0.305 -0.483
O 54.58 9.066 29.502 -0.532 -0.052 0.416
O 66.143 12.184 27.827 0.137 0.078 0.132
O 44.871 9.954 29.315 0.148 -0.285 -0.513
O 50.215 14.937 23.562 -0.399 0.001 0.199
O 42.514 17.184 25.925 -0.128 -0.142 0.523
O 66.018 4.695 32.622 0.044 0.507 -0.138
O 64.712 16.309 33.265 0.081 0.148 -0.086
O 53.657 1.936 22.855 0.621 0.002 -0.003
O 22.256 9.926 28.839 -0.353 0.009 0.703
O 50.045 8.753 22.995 0.384 -0.328 0.396
O 50.527 4.166 23.289 0.41 0.349 -0.067
O 54.837 15.21 32.141 -0.253 -0.165 -0.371
O 19.934 16.897 31.913 -0.04 -0.064 -0.445
O 44.579 15.622 26.051 -0.285 -0.346 0.339
O 57.754 17.561 31.846 -0.228 0.499 -0.039
O 55.266 4.303 23.319 -0.428 0.261 0.171
O 53.21 6.379 25.628 -0.635 -0.146 -0.006
O 62.049 13.043 30.002 -0.422 0.262 -0.333
O 51.896 9.705 31.13 0.555 -0.131 -0.28
O 56.495 10.886 30.265 -0.351 0.522 0.009
O 57.78 17.91 29.216 0.278 -0.367 -0.435
O 55.976 6.06 30.637 -0.517 0.434 -0.215
O 61.261 3.597 32.342 -0.259 -0.138 -0.097
O 47.942 7.151 23.092 -0.122 -0.232 0.38
O 65.619 13.745 29.708 -0.002 0.198 -0.457
O 44.707 3.353 23.004 -0.502 0.052 0.258
O 46.183 5.411 22.213 0.087 0.113 0.23
O 56.741 3.861 29.629 0.035 0.157 -0.241
O 48.035 9.322 24.542 -0.164 -0.11 0.034
O 54.185 8.236 21.721 -0.065 0.001 -0.084
O 55.542 17.199 30.544 -0.258 0.628 -0.319
O 28.632 13.494 25.002 0.228 -0.52 -0.222
O 61.283 14.401 32.153 -0.187 -0.097 -0.38
O 57.792 7.119 32.199 0.087 0.683 0.023
O 49.312 10.618 28.171 0.008 -0.551 0.116
O 64.187 11.517 29.603 -0.024 -0.189 0.408
O 58.252 11.894 31.987 0.575 -0.2 -0.176
O 33.025 14.961 29.609 -0.411 0.021 0.021
O 46.659 3.669 24.69 0.38 0.357 -0.322
O 53.324 16.896 25.015 -0.075 -0.509 -0.189
O 42.4 10.63 29.774 -0.054 -0.07 -0.351
O 65.903 16.268 24.889 -0.242 0.062 -0.42
O 51.671 5.392 29.409 0.178 0.128 0.232
O 60.379 9.839 32.238 -0.272 0.459 -0.044
O 49.893 8.587 32.277 -0.185 -0.19 -0.041
O 51.116 14.21 29.302 0.173 0.143 -0.306
O 46.268 10.885 25.502 -0.06 -0.463 0.184
O 62.11 7.97 33.002 -0.1 0.001 -0.265
O 53.376 12.246 23.137 0.588 -0.125 -0.1
O 62.825 17.83 32.149 -0.059 -0.155 -0.572
O 59.188 10.632 29.992 0.089 -0.072 -0.517
O 52.334 3.057 24.841 0.032 0.252 0.373
O 59.452 16.063 33.011 0.195 -0.174 -0.151
O 68.187 14.831 24.998 0.357 0.042 0.756
O 55.74 14.211 28.699 -0.147 -0.507 -0.089
O 51.277 2.556 32.794 0.037 0.004 -0.455
O 31.562 11.431 25.95 0.709 0.176 -0.143
O 36.294 12.701 31.916 -0.275 0.235 -0.185
O 49.756 11.27 30.664 -0.238 0.045 0.408
O 51.828 12.17 32.098 -0.03 0.348 -0.087
O 55.717 9.607 27.278 0.031 0.394 0.09
O 7.235 10.302 30.82 -0.195 0.243 -0.054
O 14.34 14.72 30.876 -0.313 0.359 -0.268
O 57.924 12.948 29.544 0.086 0.105 -0.264
O 63.288 6.427 27.011 0.225 0.001 0.544
O 55.454 5.079 25.946 0.276 0.038 0.153
O 57.028 8.386 30.057 0.486 0.203 -0.601
O 53.871 10.817 33.055 0.15 0.053 -0.414
O 42.134 17.567 23.351 0.343 0.263 0.245
O 34.607 10.461 29.399 -0.195 -0.429 0.057
O 53.455 4.714 27.61 -0.108 -0.214 -0.264
O 37.08 7.331 27.217 -0.408 0.229 -0.288
O 52.667 6.662 23.061 -0.414 -0.218 0.117
O 70.538 2.532 25.879 0.337 -0.391 -0.1
O 54.075 4.312 30.061 -0.055 0.041 0.093
O 6.741 10.569 25.511 -0.465 -0.074 -0.131
O 48.204 5.362 26.042 -0.124 0.383 -0.252
O 56.149 12.566 24.271 -0.077 -0.267 -0.202
O 9.816 15.697 27.337 -0.196 0.172 -0.191
O 37.013 4.795 30.121 -0.086 0.087 0.362
O 49.654 7.296 25.128 0.462 -0.024 -0.066
O 60.348 8.222 30.227 0.125 -0.092 0.158
O 53.87 5.387 32.962 0.128 0.158 -0.46
O 20.136 5.223 27.794 -0.178 -0.188 -0.501
O 63.963 6.287 32.154 0.065 0.249 -0.536
O 55.066 7.218 23.985 0.069 -0.53 0.048
O 25.391 8.281 26.841 -0.137 -0.538 -0.003
O 43.399 4.648 26.209 0.006 -0.1 -0.587
O 49.815 2.515 25.331 -0.128 -0.109 -0.164
O 48.789 2.674 22.196 0.114 -0.079 0.25
O 62.272 4.726 25.303 0.269 0.028 -0.398
O 51.119 16.829 29.788 0.292 0.088 0.25
O 27.439 11.508 26.264 -0.34 -0.022 0.117
O 29.146 15.188 23.118 0.326 0.448 -0.013
O 51.54 10.717 22.129 -0.125 -0.057 0.207
O 41.75 7.117 23.148 -0.011 0.38 0.527
O 55.702 3.801 32.029 0.106 -0.303 -0.06
O 50.012 6.56 27.643 -0.023 0.272 -0.058
O 46.648 17.817 23.153 -0.046 -0.331 0.29
O 38.76 11.606 27.145 -0.127 -0.18 0.396
O 52.099 2.875 29.1 0.139 -0.023 0.357
O 28.401 16.022 25.561 -0.253 -0.121 0.17
O 62.227 7.871 25.035 0.188 0.023 -0.278
O 53.218 11.19 25.571 0.446 0.118 0.209
O 29.132 13.783 29.833 -0.355 -0.144 -0.016
O 51.755 16.445 22.24 0.034 -0.025 0.35
O 13.276 11.919 28.011 -0.637 0.381 -0.054
O 63.095 12.481 32.279 0.028 -0.009 -0.21
O 27.34 9.157 31.625 0.042 -0.111 -0.232
O 14.896 12.886 23.226 -0.538 -0.02 0.107
O 70.672 10.82 27.725 -0.158 0.262 -0.316
O 59.378 5.247 33.083 0.085 0.038 -0.382
O 68.514 8.845 25.381 0.109 0.294 -0.598
O 50.659 7.703 29.93 0.067 0.501 -0.246
O 66.761 7.78 27.064 -0.656 0.022 0.338
O 62.362 11.59 27.815 0.061 0.386 -0.367
O 47.672 11.761 23.442 0.272 0.293 0.202
O 36.791 17.816 23.205 0.277 0.455 0.019
O 44.879 14.892 23.505 -0.142 0.319 0.367
O 57.505 10.807 25.687 0.291 0.086 0.246
O 56.548 13.474 33.032 -0.118 0.165 -0.325
O 7.617 12.123 27.453 0.337 0.244 -0.466
O 53.977 13.676 25.2 -0.29 0.153 0.364
O 26.71 4.38 25.701 0.422 -0.274 -0.461
O 41.199 5.626 25.17 0.003 0.38 0.355
O 60.157 7.207 27.847 0.081 -0.231 -0.196
O 12.323 18.077 30.264 -0.068 -0.558 0.229
O 64.773 10.599 33.068 0.135 0.133 -0.594
O 50.756 4.936 25.765 0.657 0.257 0.443
O 27.049 8.492 29.005 0.384 0.07 0.232
O 55.455 9.113 31.984 0.142 -0.476 -0.161
O 58.259 8.997 27.44 0.042 -0.083 0.651
O 58.892 15.727 25.251 0.224 -0.278 0.034
O 52.907 8.769 24.675 -0.271 0.275 -0.176
O 67.23 12.47 25.402 0.209 -0.019 0.155
O 59.674 8.168 25.397 -0.584 -0.123 -0.132
O 52.065 11.722 29.523 0.373 -0.542 -0.126
O 67.394 7.052 30.235 -0.017 0.313 -0.316
O 61.642 4.351 27.764 -0.066 -0.306 -0.089
O 50.951 12.429 27.295 -0.152 0.459 -0.395
O 31.259 14.18 31.259 0.016 0.48 0.184
O 42.666 8.392 27.217 -0.162 -0.306 -0.327
O 36.264 17.096 31.888 -0.246 -0.003 -0.47
O 24.81 7.088 32.355 0.16 -0.113 -0.055
O 39.836 10.916 24.895 -0.276 0.35 -0.305
O 15.755 11.226 27.698 0.649 -0.347 -0.304
O 36.493 12.88 26.775 -0.193 -0.472 -0.051
O 69.178 11.344 29.76 0.259 0.706 0.071
O 68.437 3.656 24.879 0.195 0.463 -0.078
O 25.734 13.502 29.645 0.17 -0.027 -0.223
O 34.328 17.038 28.955 0.662 -0.2 0.132
O 16.803 14.088 22.08 -0.061 0.063 0.598
O 65.122 15.761 27.301 -0.065 -0.384 -0.052
O 7.658 6.928 26.832 0.145 -0.524 0.549
O 51.424 12.965 24.711 -0.466 -0.505 -0.208
O 22.877 9.016 26.461 0 -0.417 -0.602
O 57.306 3.597 24.784 0.361 0.004 -0.516
O 44.157 6.436 28.015 0.36 0.191 0.179
O 37.4 17.303 25.674 -0.017 -0.449 0.329
O 61.829 10.396 30.106 0.505 -0.421 0.201
O 53.301 13.453 28.135 0.247 -0.254 -0.586
O 48.456 16.772 26.18 -0.213 0.147 -0.042

Results
total energy: -406618.725 eV
total energy less fixed offsets of O -438.35, Si -107.03 eV per atom: -5.925 eV
